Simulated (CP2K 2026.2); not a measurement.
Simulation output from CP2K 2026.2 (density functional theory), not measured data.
Periodic cell of 3456 atoms, Si2304O1152, from a study of silicon, its oxide and their interface. The atomic structure is a simulated model.
Doubt: the forces sum to 4.03 eV/angstrom along one axis rather than to zero, so they err by at least 0.0012 eV/angstrom per atom on average; the grid cutoff is modest.

Settings: functional PBE; method Gaussian and plane waves; basis set DZVP-MOLOPT-SR-GTH; pseudopotentials GTH-PBE; grid cutoff 300 Ry, relative cutoff 40 Ry; k points Gamma only; occupations fixed; spin none; net charge 0.

Cell vectors (angstrom)
a	130.56	0	0
b	0	16.32	0
c	-3.6946	-0.741	27.9739

Atoms: element, x, y, z (angstrom)
Si	1.041	-1.058	0.295
Si	4.102	1.097	0.522
Si	1.3	4.349	0.491
Si	3.973	7.018	0.31
Si	1.737	-7.04	0.657
Si	4.267	-4.402	0.485
Si	6.469	-1.079	0.436
Si	9.133	1.612	0.297
Si	7.036	3.987	0.414
Si	9.721	6.179	0.276
Si	6.549	9.773	0.493
Si	9.951	11.889	0.555
Si	12.376	-1.774	0.7
Si	15.305	0.739	0.676
Si	12.007	3.998	0.344
Si	15.228	6.264	0.337
Si	12.015	9.555	0.535
Si	14.771	12.565	0.239
Si	2.6	-0.083	1.78
Si	5.37	2.779	1.591
Si	2.827	5.493	1.768
Si	5.526	8.084	1.724
Si	2.806	-5.475	1.943
Si	5.435	-2.779	1.686
Si	8.154	-0.038	1.676
Si	10.81	2.545	1.703
Si	8.267	5.278	1.878
Si	10.759	7.936	1.622
Si	8.204	10.845	1.721
Si	10.967	-2.97	2.061
Si	13.6	-0.21	1.918
Si	16.482	2.489	1.685
Si	13.586	5.2	1.622
Si	16.326	7.939	1.599
Si	13.695	10.798	1.594
Si	16.299	-2.937	1.813
Si	1.316	1.37	3.065
Si	4.109	4.063	3.072
Si	1.395	6.801	3.087
Si	4.168	9.408	3.18
Si	1.35	-4.068	3.076
Si	4.023	-1.463	3.057
Si	6.745	1.347	3.001
Si	9.582	3.899	3.192
Si	6.861	6.715	3.086
Si	9.478	9.338	3.048
Si	6.854	12.233	3.068
Si	9.517	-1.429	3.082
Si	12.211	1.235	3.098
Si	14.998	3.859	2.993
Si	12.236	6.629	2.975
Si	14.989	9.354	2.964
Si	12.405	11.998	3.233
Si	14.97	-1.581	3.231
Si	-0.012	0.002	4.431
Si	2.721	2.694	4.4
Si	0.002	5.387	4.359
Si	2.739	8.103	4.49
Si	-0.003	-5.482	4.373
Si	2.707	-2.77	4.465
Si	5.407	-0.055	4.366
Si	8.131	2.588	4.466
Si	5.479	5.37	4.438
Si	8.167	8.058	4.484
Si	5.52	10.83	4.447
Si	8.173	-2.763	4.46
Si	10.88	-0.113	4.47
Si	13.621	2.58	4.429
Si	10.952	5.309	4.455
Si	13.601	8.004	4.347
Si	10.909	10.655	4.435
Si	13.649	-2.91	4.603
Si	1.296	-1.379	11.117
Si	4.042	1.296	11.227
Si	1.281	4.012	11.206
Si	4.045	6.705	11.111
Si	1.282	9.443	11.079
Si	4.042	-4.167	11.078
Si	6.76	-1.384	11.189
Si	9.509	1.258	11.193
Si	6.732	3.962	11.177
Si	9.522	6.662	11.217
Si	6.768	9.411	11.146
Si	9.534	-4.132	11.162
Si	12.233	-1.48	11.226
Si	14.988	1.265	11.318
Si	12.258	3.975	11.309
Si	14.996	6.657	11.259
Si	12.252	9.411	11.166
Si	14.978	-4.189	11.23
Si	2.601	-0.028	12.531
Si	5.42	2.622	12.617
Si	2.689	5.38	12.482
Si	5.37	8.053	12.491
Si	2.689	-5.562	12.391
Si	5.332	-2.767	12.428
Si	8.128	-0.035	12.573
Si	10.82	2.616	12.589
Si	8.065	5.32	12.521
Si	10.951	8.018	12.512
Si	8.157	10.8	12.42
Si	10.856	-2.801	12.607
Si	13.58	-0.12	12.592
Si	16.365	2.616	12.726
Si	13.703	5.296	12.664
Si	16.319	8.02	12.64
Si	13.568	10.789	12.534
Si	16.317	-2.81	12.602
Si	1.258	1.284	13.986
Si	3.96	3.978	13.885
Si	1.363	6.811	13.78
Si	3.996	-6.898	13.819
Si	1.317	-4.206	13.674
Si	3.91	-1.476	13.807
Si	6.826	1.298	14.033
Si	9.353	3.941	13.9
Si	6.692	6.68	13.862
Si	9.539	9.42	13.727
Si	6.748	-4.129	13.674
Si	9.477	-1.387	13.929
Si	12.23	1.279	13.915
Si	15.073	4.001	14.149
Si	12.352	6.713	13.928
Si	14.895	9.446	13.902
Si	12.219	-4.208	13.936
Si	14.915	-1.488	13.969
Si	-0.11	-0.166	15.28
Si	2.606	2.665	15.348
Si	0.038	5.478	15.136
Si	2.608	8.179	15.269
Si	-0.121	-5.5	14.952
Si	2.556	-2.909	15.133
Si	5.343	-0.191	15.125
Si	8.098	2.731	15.564
Si	5.257	5.39	15.24
Si	8.122	8.111	15.019
Si	5.402	-5.482	15.001
Si	8.054	-2.826	15.105
Si	10.821	0.002	15.3
Si	13.598	2.594	15.345
Si	10.805	5.341	15.02
Si	13.685	8.095	15.381
Si	10.869	10.674	15.204
Si	13.536	-2.866	15.337
Si	0.868	-1.977	16.491
Si	4.231	1.334	16.454
Si	1.472	4.349	16.637
Si	3.703	6.562	16.583
Si	0.938	-6.926	16.454
Si	4.219	-4.029	16.371
Si	6.408	-1.801	16.428
Si	9.867	1.632	16.758
Si	6.2	3.822	16.709
Si	9.66	6.914	16.261
Si	6.964	-6.622	16.261
Si	9.188	-4.475	16.284
Si	12.334	-1.252	16.552
Si	14.603	0.933	16.718
Si	11.97	3.904	16.384
Si	15.484	7.166	16.66
Si	11.929	9.08	16.637
Si	15.121	-4.022	16.664
Si	7.077	1.402	-5.916
Si	8.299	3.854	-4.145
Si	-1.243	3.741	20.892
Si	6.48	-0.518	-2.558
Si	14.148	-4.319	19.594
Si	14.986	0.698	-6.496
Si	22.238	1.095	-3.771
Si	3.152	-4.105	-2.397
Si	9.354	-3.443	-5.41
Si	14.693	2.553	19.259
Si	9.324	0.189	-2.476
Si	14.267	6.147	-2.656
Si	2.015	-2.184	19.276
Si	18.158	8.051	-2.539
Si	5.623	8.046	18.591
Si	13.893	5.231	18.38
Si	15.163	5.942	-5.434
Si	18.56	4.159	20.034
Si	3.675	-7.223	20.564
Si	12.245	5.949	-6.54
Si	2.39	-5.146	18.62
Si	7.498	5.889	-1.906
Si	5.346	-2.793	-4.284
Si	15.867	-6.416	-2.362
Si	3.073	1.593	19.036
Si	9.511	-6.86	20.185
Si	9.362	-3.878	19.161
Si	16.463	3.292	-6.421
Si	7.33	-1.733	19.304
Si	16.166	-3.592	-2.712
Si	7.113	2.559	21.042
Si	13.588	6.69	20.869
Si	18.252	-1.214	19.604
Si	4.652	-1.808	20.972
Si	7.21	-5.233	-4.54
Si	19.299	3.796	-5.974
Si	11.819	-3.069	-3.991
Si	10.484	-2.356	-1.474
Si	-0.157	3.617	-3.392
Si	13.097	3.27	-2.456
Si	15.116	1.132	-2.179
Si	11.807	-2.211	19.429
Si	10.624	2.207	-4.051
Si	11.214	-5.521	-5.575
Si	3.858	1.403	-2.471
Si	13.002	-7.581	-2.207
Si	14.458	-1.303	-4.037
Si	20.196	-2.459	-6.531
Si	8.382	6.854	18.934
Si	9.519	6.513	-5.192
Si	10.268	-7.503	-3.523
Si	8.997	0.686	19.68
Si	12.513	-6.88	19.752
Si	4.835	4.02	19.416
Si	17.584	-1.391	0.68
Si	20.292	0.744	0.303
Si	17.67	4.199	0.474
Si	20.856	6.075	0.449
Si	17.521	9.331	0.11
Si	20.502	11.732	0.333
Si	22.72	-1.24	0.222
Si	25.15	1.689	0.078
Si	22.995	3.841	0.692
Si	25.792	6.234	0.456
Si	22.693	9.466	0.403
Si	25.965	11.801	0.345
Si	28.677	-1.703	0.224
Si	31.177	1.294	0.301
Si	28.048	4.088	0.36
Si	31.447	6.591	0.12
Si	28.059	9.493	0.249
Si	30.822	12.326	0.155
Si	19.047	-0.225	1.991
Si	21.483	2.395	1.671
Si	19.164	5.243	1.888
Si	21.661	7.884	1.735
Si	18.9	10.607	1.61
Si	21.664	-2.914	1.548
Si	24.258	-0.03	1.511
Si	26.842	2.558	1.599
Si	24.364	5.198	1.961
Si	26.915	7.977	1.607
Si	24.355	10.653	1.604
Si	27.087	-2.854	1.549
Si	29.71	-0.065	1.549
Si	32.468	2.748	1.529
Si	29.767	5.374	1.361
Si	32.56	7.995	1.603
Si	29.728	10.684	1.441
Si	32.383	-2.759	1.375
Si	17.714	1.225	3.222
Si	20.35	3.787	3.204
Si	17.701	6.663	3.067
Si	20.245	9.255	3.031
Si	17.649	11.97	3.076
Si	20.409	-1.675	3.138
Si	22.946	1.158	3.051
Si	25.728	3.844	3.199
Si	23.031	6.651	3.174
Si	25.652	9.327	3.028
Si	23.038	12.083	2.941
Si	25.678	-1.453	2.836
Si	28.296	1.22	2.885
Si	31.072	4.055	2.845
Si	28.435	6.674	2.85
Si	31.134	9.397	2.823
Si	28.45	12.086	2.895
Si	31.118	-1.425	2.858
Si	16.329	-0.166	4.521
Si	19.01	2.541	4.617
Si	16.316	5.264	4.385
Si	18.978	7.982	4.51
Si	16.304	10.652	4.448
Si	18.995	-2.974	4.462
Si	21.711	-0.238	4.468
Si	24.313	2.503	4.463
Si	21.707	5.228	4.489
Si	24.379	8.021	4.48
Si	21.665	10.701	4.318
Si	24.389	-2.842	4.284
Si	27.027	-0.157	4.285
Si	29.735	2.62	4.179
Si	27.154	5.311	4.336
Si	29.797	8.041	4.211
Si	27.083	10.739	4.276
Si	29.805	-2.84	4.226
Si	17.714	-1.44	11.316
Si	20.426	1.195	11.338
Si	17.703	3.916	11.28
Si	20.451	6.671	11.267
Si	17.705	9.388	11.308
Si	20.428	-4.193	11.281
Si	23.136	-1.505	11.288
Si	25.866	1.23	11.135
Si	23.143	3.967	11.226
Si	25.906	6.722	11.106
Si	23.163	9.43	11.198
Si	25.844	-4.192	11.242
Si	28.537	-1.5	11.039
Si	31.284	1.258	10.968
Si	28.609	3.974	11.036
Si	31.334	6.717	10.95
Si	28.572	9.452	11.044
Si	31.305	-4.172	10.963
Si	19.074	-0.135	12.778
Si	21.829	2.589	12.636
Si	19.097	5.267	12.589
Si	21.851	8.073	12.574
Si	19.082	10.777	12.643
Si	21.764	-2.844	12.686
Si	24.569	-0.132	12.562
Si	27.237	2.649	12.408
Si	24.544	5.396	12.48
Si	27.301	8.075	12.448
Si	24.474	10.768	12.629
Si	27.241	-2.786	12.548
Si	29.93	-0.128	12.293
Si	32.697	2.626	12.265
Si	30.042	5.33	12.322
Si	32.696	8.095	12.286
Si	29.945	10.836	12.353
Si	32.707	-2.827	12.283
Si	17.702	1.265	14.134
Si	20.454	3.948	13.999
Si	17.731	6.611	13.93
Si	20.524	9.432	13.953
Si	17.685	-4.149	13.954
Si	20.442	-1.528	14.157
Si	23.295	1.261	13.94
Si	25.964	4.092	13.783
Si	23.264	6.753	13.915
Si	25.938	9.385	13.863
Si	23.088	-4.2	14.078
Si	25.887	-1.458	13.998
Si	28.603	1.228	13.661
Si	31.426	4.006	13.678
Si	28.803	6.746	13.702
Si	31.348	9.512	13.66
Si	28.696	-4.119	13.827
Si	31.326	-1.448	13.621
Si	16.241	-0.12	15.382
Si	19.13	2.607	15.5
Si	16.531	5.36	15.547
Si	19.103	8.041	15.148
Si	16.247	10.815	15.216
Si	18.981	-2.916	15.506
Si	21.973	-0.113	15.344
Si	24.68	2.744	15.202
Si	21.864	5.426	15.212
Si	24.653	8.033	15.351
Si	21.737	10.734	15.531
Si	24.522	-2.85	15.407
Si	27.333	-0.024	15.22
Si	30.04	2.577	14.899
Si	27.45	5.434	15.05
Si	30.149	8.115	15.094
Si	27.321	10.822	15.113
Si	30.123	-2.751	15.152
Si	17.289	-1.725	16.712
Si	20.866	1.472	16.627
Si	18.273	4.31	16.932
Si	20.363	6.656	16.522
Si	17.653	9.383	16.362
Si	19.845	-4.721	16.847
Si	23.117	-1.558	16.834
Si	26.396	1.76	16.463
Si	23.027	3.856	16.46
Si	26.447	6.947	16.519
Si	23.565	9.676	16.656
Si	25.819	-4.429	16.577
Si	28.965	-1.168	16.467
Si	31.07	1.104	16.369
Si	28.688	3.861	16.244
Si	31.944	7.144	16.321
Si	28.566	9.307	16.355
Si	31.872	-3.759	16.422
Si	18.33	1.092	-2.29
Si	25.765	3.928	-4.151
Si	20.199	3.081	-3.415
Si	24.572	-2.73	-1.891
Si	30.1	-5.228	18.552
Si	29.859	-1.201	-6.782
Si	32.134	-0.961	-2.961
Si	19.031	-2.861	-1.751
Si	26.934	-5.996	-4.408
Si	30.127	5.731	18.294
Si	25.061	1.141	-2.963
Si	41.013	-7.039	-4.74
Si	21.689	-5.058	-5.718
Si	34.144	-4.922	-4.456
Si	28.278	-5.018	-6.777
Si	31.005	-3.056	-4.726
Si	29.616	-7.455	-6.803
Si	37.201	3.847	20.396
Si	25.075	5.477	-6.696
Si	29.726	6.638	-4.651
Si	20.255	-6.294	20.743
Si	25.334	6.618	-2.459
Si	28.059	-8.017	-2.537
Si	31.471	-5.024	-2.749
Si	20.201	6.641	-6.367
Si	31.065	-5.148	-6.651
Si	21.795	-7.907	18.799
Si	25.694	1.791	19.462
Si	20.906	-2.711	18.809
Si	34.208	0	19.489
Si	23.447	3.647	19.391
Si	29.603	6.183	20.894
Si	32.963	2.277	18.307
Si	25.915	-3.153	-6.707
Si	24.094	-5.004	-3.626
Si	38.298	-6.396	-3.792
Si	26.46	-1.345	-4.001
Si	28.931	-0.476	-2.553
Si	19.199	5.389	-1.869
Si	30.757	1.796	-6.217
Si	29.353	2.451	-1.931
Si	27.787	-3.085	18.689
Si	22.702	2.067	-6.756
Si	25.46	-7.913	-6.328
Si	19.891	-1.015	-3.87
Si	32.108	-7.766	-2.107
Si	33.443	1.383	-4.683
Si	40.218	-2.884	-4.888
Si	27.486	6.657	19.119
Si	20.662	-7.531	-4.324
Si	23.226	-7.633	-2.468
Si	23.952	-0.676	19.644
Si	29.946	-6.995	20.788
Si	21.548	1.061	19.539
Si	33.223	-1.116	-0.142
Si	36.825	1.101	0.06
Si	33.527	4.221	0.033
Si	36.437	7.049	0.072
Si	34.038	9.067	0.147
Si	36.757	11.927	0.05
Si	39.008	-1.092	0.192
Si	41.576	1.583	0.122
Si	39.294	3.677	-0.005
Si	42.248	6.523	-0.211
Si	38.913	9.588	0.162
Si	42.096	12.076	-0.058
Si	44.872	-1.483	-0.052
Si	47.659	1.374	-0.233
Si	44.416	4.221	-0.087
Si	47.714	6.542	-0.037
Si	44.421	9.905	-0.4
Si	47.209	-3.607	-0.246
Si	35.082	-0.106	1.103
Si	37.92	2.569	1.516
Si	35.252	5.334	1.234
Si	37.821	8.138	1.581
Si	35.117	10.809	1.314
Si	37.873	-2.785	1.336
Si	40.528	0.045	1.519
Si	43.251	2.733	1.283
Si	40.532	5.421	1.079
Si	43.406	8.182	0.997
Si	40.594	10.825	1.237
Si	43.302	-2.683	1.228
Si	46.077	0.15	1.115
Si	48.869	2.784	1.192
Si	46.062	5.396	1.162
Si	48.816	-8.183	1.275
Si	46.113	-5.377	0.949
Si	48.756	-2.552	1.192
Si	33.883	1.266	2.676
Si	36.543	4.005	2.697
Si	33.946	6.604	2.819
Si	36.447	9.516	2.818
Si	33.787	12.182	2.684
Si	36.431	-1.435	2.611
Si	39.237	1.314	2.929
Si	41.898	4.125	2.586
Si	39.291	6.7	2.646
Si	42.021	9.438	2.495
Si	39.283	12.189	2.654
Si	41.984	-1.376	2.653
Si	44.691	1.382	2.552
Si	47.442	4.075	2.536
Si	44.737	6.853	2.462
Si	47.41	-6.728	2.444
Si	44.746	-4.095	2.474
Si	47.4	-1.227	2.555
Si	32.54	-0.063	4.123
Si	35.225	2.613	4.071
Si	32.515	5.328	4.189
Si	35.209	8.059	4.166
Si	32.491	10.807	4.12
Si	35.177	-2.808	4.053
Si	37.825	-0.135	4.072
Si	40.666	2.741	4.076
Si	37.944	5.352	4.033
Si	40.689	8.093	3.932
Si	37.93	10.846	4.052
Si	40.652	-2.775	3.996
Si	43.384	-0.012	3.944
Si	46.088	2.72	3.898
Si	43.359	5.481	3.863
Si	46.097	-8.119	3.836
Si	43.391	-5.488	3.847
Si	46.079	-2.7	3.867
Si	34.022	-1.474	10.916
Si	36.7	1.149	10.885
Si	34.001	3.938	10.836
Si	36.754	6.641	10.85
Si	34.044	9.388	10.877
Si	36.735	-4.223	10.855
Si	39.409	-1.495	10.86
Si	42.095	1.242	10.793
Si	39.4	3.952	10.815
Si	42.118	6.698	10.733
Si	39.419	9.415	10.813
Si	42.059	-4.197	10.819
Si	44.702	-1.427	10.682
Si	47.533	1.381	10.632
Si	44.814	4.029	10.659
Si	47.561	-9.545	10.636
Si	44.765	-6.865	10.673
Si	47.516	-4.136	10.587
Si	35.399	-0.21	12.343
Si	38.117	2.491	12.168
Si	35.403	5.23	12.162
Si	38.171	7.978	12.182
Si	35.467	10.674	12.224
Si	38.108	-2.912	12.232
Si	40.759	-0.125	12.234
Si	43.485	2.666	12.052
Si	40.766	5.352	12.124
Si	43.484	8.045	12.073
Si	40.74	10.731	12.242
Si	43.384	-2.788	12.15
Si	46.11	-0.009	11.887
Si	48.905	2.774	11.984
Si	46.236	5.356	11.965
Si	48.905	-8.162	11.989
Si	46.128	-5.462	11.951
Si	48.922	-2.789	11.882
Si	34.006	1.23	13.61
Si	36.717	3.768	13.477
Si	34.115	6.645	13.491
Si	36.878	9.291	13.575
Si	34.132	-4.248	13.527
Si	36.815	-1.641	13.692
Si	39.441	1.221	13.672
Si	42.104	3.981	13.43
Si	39.497	6.65	13.62
Si	42.096	9.275	13.519
Si	39.384	-4.268	13.695
Si	42.023	-1.519	13.644
Si	44.897	1.343	13.371
Si	47.56	4.073	13.42
Si	44.936	6.691	13.33
Si	47.473	-6.815	13.271
Si	44.816	-4.162	13.392
Si	47.45	-1.452	13.096
Si	32.632	-0.076	14.978
Si	35.43	2.465	14.989
Si	32.831	5.405	14.978
Si	35.512	7.917	14.853
Si	32.749	10.884	14.951
Si	35.524	-3.137	15.034
Si	38.106	-0.206	15.066
Si	40.825	2.678	14.958
Si	38.059	5.157	14.725
Si	40.904	7.885	15.131
Si	38.171	10.525	15.113
Si	40.585	-2.86	15.167
Si	43.494	-0.003	14.691
Si	46.375	2.585	14.819
Si	43.625	5.273	14.622
Si	46.221	8.107	14.698
Si	43.467	10.746	14.696
Si	46.184	-2.71	14.632
Si	34.058	-1.616	15.981
Si	36.319	0.658	16.299
Si	34.384	4.151	16.195
Si	36.618	6.278	16.142
Si	34.106	9.335	16.019
Si	36.416	-4.97	16.459
Si	39.055	-1.571	16.794
Si	42.42	1.465	16.159
Si	39.249	3.867	16.258
Si	42.695	6.692	16.21
Si	39.948	9.584	16.508
Si	42.063	-4.406	16.129
Si	45.142	-1.038	15.919
Si	47.585	0.888	15.975
Si	44.671	3.659	15.959
Si	47.742	7.112	16.202
Si	44.626	9.189	15.985
Si	47.878	-3.773	15.804
Si	34.432	3.837	-2.893
Si	45.003	3.213	-5.19
Si	32.859	6.394	-4.106
Si	40.797	-2.352	-2.116
Si	46.765	-4.044	18.714
Si	42.121	-1.709	20.524
Si	54.668	2.252	-4.862
Si	36.036	-3.004	-5.443
Si	40.584	0.034	-5.929
Si	46.228	6.825	18.987
Si	35.999	0.094	-6.044
Si	53.049	7.296	-2.975
Si	36.755	-1.604	19.218
Si	47.652	-4.206	-3.284
Si	37.685	-4.383	19.363
Si	50.983	6.694	20.605
Si	45.188	-7.039	-6.197
Si	50.428	3.969	19.003
Si	38.557	5.823	18.383
Si	47.258	7.15	-5.703
Si	38.163	-4.907	-6.303
Si	41.155	6.728	-3.085
Si	39.302	-7.959	19.413
Si	49.821	-6.217	-2.788
Si	38.156	1.779	18.328
Si	43.081	-5.501	20.517
Si	36.694	-6.918	20.507
Si	49.764	2.57	-5.873
Si	40.856	0.117	18.539
Si	50.271	-0.53	-5.385
Si	34.482	2.571	20.716
Si	50.211	7.674	-6.21
Si	49.755	0.088	17.875
Si	42.903	1.433	-4.613
Si	36.559	-4.284	-2.907
Si	50.226	7.054	-3.484
Si	42.97	-0.197	-2.121
Si	47.832	-2.296	-5.751
Si	28.897	3.706	-4.486
Si	47.481	6.222	-2.822
Si	46.246	3.287	-2.366
Si	43.919	-2.77	18.116
Si	38.179	1.799	-4.789
Si	44.896	-5.811	-3.396
Si	37.252	3.1	-2.185
Si	42.85	-4.511	-4.908
Si	51.057	-1.444	-2.814
Si	49.268	-2.559	19.219
Si	43.905	5.042	18.36
Si	40.468	-4.166	20.431
Si	38.453	7.615	-2.112
Si	43.62	3.511	21.001
Si	45.477	-6.519	18.854
Si	42.309	4.322	-4.732
Si	49.83	-0.899	-0.074
Si	53.365	1.175	-0.039
Si	49.983	4.254	-0.27
Si	52.785	7.42	-0.113
Si	50.321	-6.906	0.077
Si	53.133	-4.289	0.09
Si	55.502	-1.152	0
Si	58.128	1.765	-0.044
Si	56.079	4.105	-0.114
Si	58.659	6.508	0.193
Si	55.473	-6.382	-0.035
Si	58.602	-4.243	-0.198
Si	61.417	-1.452	-0.217
Si	64.079	1.477	0.062
Si	60.9	4.362	-0.274
Si	64.265	6.631	-0.261
Si	60.67	-6.639	-0.136
Si	63.529	-3.799	-0.289
Si	51.58	0.129	1.143
Si	54.438	2.878	1.13
Si	51.667	5.523	0.905
Si	54.381	-7.999	1.298
Si	51.52	-5.368	1.36
Si	54.298	-2.669	1.299
Si	57.05	0.107	1.228
Si	59.8	2.832	1.186
Si	57.144	5.392	1.5
Si	59.719	-8.111	1.366
Si	57.073	-5.306	1.252
Si	59.807	-2.64	1.06
Si	62.529	0.097	1.163
Si	65.342	2.842	1.385
Si	62.543	5.525	0.981
Si	65.299	-8.201	1.212
Si	62.439	-5.467	0.985
Si	65.123	-2.684	1.107
Si	50.247	1.453	2.546
Si	52.972	4.198	2.406
Si	50.282	6.755	2.477
Si	52.954	-6.716	2.67
Si	50.129	-3.938	2.551
Si	52.873	-1.287	2.548
Si	55.702	1.472	2.577
Si	58.527	4.059	2.742
Si	55.697	6.865	2.598
Si	58.334	-6.744	2.635
Si	55.723	-3.971	2.625
Si	58.469	-1.287	2.481
Si	61.143	1.417	2.501
Si	63.841	4.203	2.525
Si	61.25	6.853	2.51
Si	63.874	-6.758	2.403
Si	61.138	-4.067	2.436
Si	63.858	-1.307	2.531
Si	48.849	0.073	3.884
Si	51.626	2.833	3.834
Si	48.865	5.439	3.84
Si	51.582	-8.168	3.897
Si	48.786	-5.385	3.838
Si	51.533	-2.641	3.917
Si	54.294	0.083	3.87
Si	57.091	2.722	3.996
Si	54.303	5.491	3.872
Si	57.026	-8.115	3.978
Si	54.348	-5.352	3.958
Si	57.115	-2.611	3.904
Si	59.815	0.045	3.871
Si	62.527	2.774	3.857
Si	59.897	5.511	3.938
Si	62.584	-8.098	3.859
Si	59.795	-5.383	3.874
Si	62.509	-2.714	3.839
Si	50.247	-1.352	10.576
Si	53.013	1.4	10.596
Si	50.229	4.134	10.606
Si	52.968	-9.473	10.676
Si	50.267	-6.811	10.627
Si	53.007	-4.048	10.616
Si	55.733	-1.325	10.588
Si	58.437	1.403	10.597
Si	55.705	4.129	10.678
Si	58.441	-9.511	10.654
Si	55.682	-6.733	10.632
Si	58.444	-4.043	10.606
Si	61.187	-1.319	10.602
Si	63.941	1.402	10.62
Si	61.189	4.113	10.616
Si	63.945	-9.512	10.636
Si	61.147	-6.822	10.599
Si	63.952	-4.041	10.568
Si	51.608	0.051	11.882
Si	54.359	2.729	12.005
Si	51.563	5.48	11.994
Si	54.34	-8.086	12.028
Si	51.694	-5.481	11.95
Si	54.375	-2.659	11.95
Si	57.088	0.027	11.944
Si	59.78	2.773	11.94
Si	57.081	5.472	12.054
Si	59.796	-8.172	12.019
Si	57.048	-5.359	11.964
Si	59.788	-2.66	11.946
Si	62.581	0.028	11.937
Si	65.264	2.73	12.064
Si	62.572	5.447	11.981
Si	65.308	-8.151	11.997
Si	62.517	-5.4	11.833
Si	65.381	-2.737	11.919
Si	50.283	1.394	13.264
Si	52.901	4.059	13.294
Si	50.252	-9.466	13.418
Si	53.027	-6.743	13.466
Si	50.32	-4.138	13.23
Si	52.981	-1.261	13.217
Si	55.754	1.345	13.345
Si	58.425	4.046	13.403
Si	55.717	-9.423	13.37
Si	58.383	-6.748	13.29
Si	55.74	-3.963	13.368
Si	58.429	-1.304	13.334
Si	61.155	1.403	13.234
Si	63.884	4.112	13.416
Si	61.18	-9.586	13.36
Si	63.824	-6.757	13.184
Si	61.188	-4.049	13.193
Si	64.04	-1.341	13.201
Si	48.847	-0.091	14.303
Si	51.559	2.703	14.753
Si	48.819	5.521	14.785
Si	51.647	-8.117	14.834
Si	48.869	-5.455	14.525
Si	51.73	-2.739	14.492
Si	54.259	0.086	14.654
Si	57.153	2.575	14.794
Si	54.313	5.451	14.546
Si	57.047	-8.048	14.778
Si	54.435	-5.326	14.796
Si	57.031	-2.527	14.777
Si	59.881	0.003	14.623
Si	62.405	2.752	14.675
Si	59.813	5.369	14.778
Si	62.486	-8.061	14.588
Si	59.777	-5.325	14.539
Si	62.684	-2.768	14.42
Si	50.098	-1.542	15.537
Si	53.26	1.703	16.058
Si	50.401	4.339	15.978
Si	52.783	-9.855	16
Si	49.926	-6.943	15.957
Si	53.247	-3.694	15.992
Si	55.347	-1.375	16.074
Si	58.742	1.326	16.18
Si	55.497	3.887	15.784
Si	58.697	-9.243	15.922
Si	56.113	-6.314	16.158
Si	58.357	-4.071	15.927
Si	61.606	-1.178	15.669
Si	63.574	1.152	15.856
Si	60.847	3.731	16.204
Si	63.986	-9.188	15.955
Si	60.835	-6.935	15.836
Si	64.002	-4	15.944
Si	52.661	3.476	-6.704
Si	59.892	3.78	-5.662
Si	50.826	3.194	-3.2
Si	57.268	-2.38	-2.285
Si	63.575	-6.671	20.411
Si	57.156	-0.681	18.228
Si	64.404	1.194	20.577
Si	52.107	-4.181	-2.76
Si	55.883	-2.693	-5.144
Si	62.137	5.774	18.232
Si	59.898	0.892	-5.171
Si	-59.911	5.331	-2.077
Si	53.204	-1.764	-5.913
Si	66.708	-4.781	-4.771
Si	55.902	-6.041	19.221
Si	66.865	6.332	20.725
Si	57.636	5.372	20.734
Si	65.345	2.464	17.957
Si	54.233	7.228	18.664
Si	58.946	5.878	-3.996
Si	51.162	-4.865	18.041
Si	56.759	6.269	-2.081
Si	59.958	-7.73	-2.815
Si	64.073	-4.261	-3.285
Si	52.162	1.562	18.944
Si	57.705	-8.027	20.93
Si	52.262	-7.134	19.767
Si	60.747	-0.867	20.278
Si	56.865	-3.348	19.686
Si	67.406	-1.896	-4.803
Si	57.595	7.364	-6.37
Si	65.345	7.35	-5.346
Si	67.532	-1.306	18.962
Si	58.133	-3.627	-6.835
Si	53.68	-4.511	-5.149
Si	63.802	6.509	20.608
Si	59.478	-0.088	-2.213
Si	64.285	1.225	-3.67
Si	53.323	4.709	-4.225
Si	64.648	-7.769	-2.649
Si	62.78	3.167	-2.377
Si	60.349	-2.814	17.995
Si	57.456	2.101	-6.33
Si	57.296	-6.142	-5.495
Si	52.807	0.972	-2.915
Si	62.228	-6.281	-4.217
Si	65.138	-1.43	-3.07
Si	63.765	-1.682	20.489
Si	60.009	6.873	20.106
Si	52.721	-7.383	-5.525
Si	56.846	-7.266	-2.779
Si	58.087	-1.281	21.008
Si	62.082	-5.219	18.17
Si	56.732	5.902	17.892
Si	66.061	-1.001	-0.226
Si	69.779	1.122	-0.197
Si	66.402	4.319	-0.07
Si	69.098	7.133	-0.237
Si	66.672	-7.158	-0.351
Si	69.709	-4.434	-0.268
Si	71.928	-1.188	-0.205
Si	-56.082	1.785	-0.171
Si	72.264	3.876	0.258
Si	-55.516	6.138	-0.184
Si	71.912	-6.676	-0.183
Si	-55.378	-4.274	-0.248
Si	-52.805	-1.165	-0.309
Si	-49.914	1.507	0.038
Si	-53.06	4.154	-0.275
Si	-49.579	6.609	-0.243
Si	-53.057	-6.482	-0.358
Si	-49.825	-4.41	-0.222
Si	67.982	-0.006	0.904
Si	70.756	2.571	1.384
Si	68.052	5.479	1.111
Si	70.695	-8.14	1.16
Si	67.927	-5.48	0.898
Si	70.777	-2.793	1.07
Si	-57.067	0.029	1.1
Si	-54.322	2.724	1.13
Si	-56.995	5.369	1.458
Si	-54.352	-8.209	0.792
Si	-56.999	-5.46	1.024
Si	-54.219	-2.621	1.004
Si	-51.47	0.094	1.141
Si	-48.815	2.851	1.53
Si	-51.463	5.503	0.908
Si	-48.694	-8.149	1.257
Si	-51.494	-5.448	1.1
Si	-48.752	-2.628	1.029
Si	66.764	1.359	2.489
Si	69.381	4.091	2.517
Si	66.691	6.792	2.557
Si	69.303	-6.75	2.446
Si	66.621	-4.07	2.328
Si	69.333	-1.399	2.358
Si	-58.383	1.253	2.646
Si	-55.59	4.008	2.682
Si	-58.451	6.844	2.538
Si	-55.653	-6.87	2.34
Si	-58.352	-4.082	2.427
Si	-55.634	-1.328	2.411
Si	-52.95	1.366	2.481
Si	-50.286	4.255	2.591
Si	-52.922	6.84	2.285
Si	-50.198	-6.818	2.525
Si	-52.873	-4.013	2.417
Si	-50.155	-1.338	2.483
Si	65.322	0.023	3.823
Si	68.051	2.731	3.895
Si	65.268	5.483	3.896
Si	68.029	-8.126	3.876
Si	65.272	-5.407	3.751
Si	67.988	-2.737	3.749
Si	-59.842	-0.098	3.854
Si	-57.029	2.666	3.967
Si	-59.796	5.448	3.873
Si	-57.036	-8.113	3.823
Si	-59.793	-5.414	3.77
Si	-57.008	-2.703	3.79
Si	-54.307	0.008	3.852
Si	-51.632	2.789	3.874
Si	-54.226	5.505	3.838
Si	-51.623	-8.16	3.819
Si	-54.293	-5.439	3.723
Si	-51.552	-2.681	3.856
Si	66.702	-1.336	10.599
Si	69.388	1.355	10.633
Si	66.616	4.081	10.647
Si	69.406	-9.484	10.672
Si	66.675	-6.787	10.649
Si	69.368	-4.099	10.658
Si	-58.475	-1.373	10.659
Si	-55.69	1.414	10.709
Si	-58.441	4.119	10.706
Si	-55.711	-9.476	10.707
Si	-58.479	-6.799	10.667
Si	-55.757	-4.084	10.693
Si	-53.037	-1.305	10.687
Si	-50.288	1.439	10.745
Si	-52.98	4.15	10.742
Si	-50.278	-9.48	10.793
Si	-53.032	-6.788	10.736
Si	-50.285	-4.04	10.719
Si	67.999	0.044	12.017
Si	70.745	2.695	12.005
Si	67.972	5.475	11.952
Si	70.743	-8.127	12.1
Si	68.046	-5.485	12.066
Si	70.677	-2.711	12.028
Si	-57.081	-0.005	11.981
Si	-54.334	2.806	12.111
Si	-57.09	5.52	12.083
Si	-54.371	-8.161	12.143
Si	-57.132	-5.463	12.044
Si	-54.412	-2.676	12.029
Si	-51.68	0.071	12.045
Si	-48.963	2.812	12.152
Si	-51.636	5.475	12.184
Si	-48.9	-8.115	12.151
Si	-51.68	-5.388	12.061
Si	-48.883	-2.721	12.085
Si	66.644	1.373	13.44
Si	69.278	4.053	13.254
Si	66.688	-9.499	13.412
Si	69.357	-6.846	13.535
Si	66.66	-4.114	13.369
Si	69.305	-1.33	13.401
Si	72.149	1.328	13.353
Si	-55.704	4.21	13.461
Si	72.112	-9.456	13.494
Si	-55.801	-6.817	13.467
Si	72.014	-4.113	13.361
Si	-55.784	-1.346	13.407
Si	-52.961	1.444	13.489
Si	-50.287	4.137	13.619
Si	-52.99	-9.493	13.573
Si	-50.302	-6.72	13.421
Si	-53.071	-4.025	13.39
Si	-50.303	-1.337	13.312
Si	65.269	-0.03	14.75
Si	67.949	2.816	14.78
Si	65.239	5.527	14.753
Si	68.072	-8.277	14.971
Si	65.188	-5.516	14.583
Si	67.944	-2.711	14.799
Si	70.758	-0.008	14.722
Si	73.511	2.737	14.683
Si	70.66	5.366	14.566
Si	73.449	-8.143	15.004
Si	70.711	-5.427	14.857
Si	73.355	-2.739	14.696
Si	-54.41	0.043	14.729
Si	-51.598	2.743	15.033
Si	-54.359	5.481	14.998
Si	-51.628	-8.012	14.844
Si	-54.47	-5.345	14.737
Si	-51.656	-2.682	14.676
Si	66.223	-1.729	16.113
Si	69.678	1.682	15.902
Si	66.757	4.414	16.16
Si	69.294	-10.045	16.232
Si	66.258	-7.091	15.934
Si	69.526	-3.835	16.14
Si	71.822	-1.639	16.083
Si	75.03	1.62	16.057
Si	71.875	3.873	15.857
Si	75.187	-9.151	16.346
Si	72.279	-6.504	16.282
Si	74.481	-4.256	16.066
Si	-52.806	-1.114	15.95
Si	-50.474	0.984	16.231
Si	-53.279	3.82	16.317
Si	-50.068	-9.069	16.235
Si	-53.222	-6.782	16.06
Si	-50.12	-3.813	16.037
Si	64.59	4.551	-4.483
Si	-55.014	4.295	-4.511
Si	65.182	2.26	-6.377
Si	-56.624	-2.296	-2.267
Si	-52.744	-3.661	20.384
Si	-56.811	-0.256	18.216
Si	-46.514	3.014	-5.216
Si	-61.541	-3.768	-3.236
Si	-56.645	-3.504	-4.987
Si	-52.422	4.662	19.307
Si	-59.524	3.536	20.578
Si	-45.382	5.97	-2.713
Si	65.461	-4.225	20.036
Si	-46.587	-6.851	-2.844
Si	-58.848	-4.419	20.301
Si	-47.88	7.05	20.775
Si	-51.475	-7.25	-6.199
Si	-46.809	2.753	18.593
Si	-58.938	5.587	18.249
Si	-53.404	6.718	-4.43
Si	67.465	-5.147	18.16
Si	-57.269	-7.632	-2.802
Si	-55.262	-5.956	-3.802
Si	-50.802	-2.543	-2.242
Si	-62.44	3.503	20.568
Si	-56.195	-6.014	19.8
Si	-62.349	-7.496	19.864
Si	-51.188	1.362	-5.179
Si	-60.414	-1.897	19.773
Si	-48.156	-1.567	-2.591
Si	-62.572	1.43	18.318
Si	-52.955	7.471	20.268
Si	-49.075	-0.399	18.394
Si	-58.929	-0.721	-6.274
Si	-59.579	-3.269	-5.312
Si	-50.418	6.684	19.24
Si	-54.714	0.145	-2.17
Si	-54.211	1.39	-4.884
Si	-61.149	2.717	-2.962
Si	-50.516	5.506	-4.321
Si	-51.156	3.095	-2.441
Si	-54.58	-2.391	18.163
Si	-59.986	2.019	-5.616
Si	-59.604	-7.154	19.145
Si	66.587	3.108	-2.905
Si	-52.744	-7.03	-3.289
Si	-49.855	-1.515	-4.851
Si	-50.208	-3.082	18.802
Si	-56.517	7.408	19.162
Si	-57.077	5.794	-2.929
Si	-58.191	-7.86	-5.536
Si	-58.817	0.606	20.238
Si	-53.457	-6.137	18.929
Si	-55.396	-8.03	-6.172
Si	-47.65	-0.734	-0.044
Si	-44.46	1.278	-0.063
Si	-47.605	4.146	0.067
Si	-44.149	6.348	-0.096
Si	-47.519	-6.54	0.022
Si	-44.646	-4.228	-0.025
Si	-42.367	-1.018	0
Si	-39.743	2.017	0.039
Si	-41.927	4.169	0.302
Si	-38.944	6.574	-0.085
Si	-42.357	-6.408	-0.062
Si	-39.114	-4.192	-0.03
Si	-36.352	-1.334	-0.219
Si	-33.574	1.208	-0.057
Si	-36.748	4.298	-0.152
Si	-33.443	6.45	-0.215
Si	-36.915	-6.364	0.156
Si	-34.222	-3.668	-0.221
Si	-46.044	0.199	1.323
Si	-43.379	2.758	1.416
Si	-45.934	5.389	1.187
Si	-43.347	-8.139	1.198
Si	-46.088	-5.363	1.402
Si	-43.5	-2.612	1.275
Si	-40.754	0.205	1.217
Si	-38.001	2.914	1.314
Si	-40.518	5.603	1.413
Si	-38.001	-8.075	1.301
Si	-40.729	-5.326	1.251
Si	-37.936	-2.533	1.152
Si	-35.197	0.105	1.237
Si	-32.454	2.747	1.329
Si	-35.181	5.488	1.127
Si	-32.634	-8.155	1.268
Si	-35.304	-5.159	1.307
Si	-32.488	-2.575	1.03
Si	-47.433	1.448	2.746
Si	-44.764	4.096	2.722
Si	-47.332	6.796	2.574
Si	-44.744	-6.832	2.629
Si	-47.505	-3.936	2.59
Si	-44.822	-1.283	2.676
Si	-42.047	1.409	2.75
Si	-39.252	4.221	2.787
Si	-41.983	6.947	2.668
Si	-39.421	-6.736	2.637
Si	-42.073	-3.952	2.61
Si	-39.346	-1.201	2.511
Si	-36.64	1.445	2.569
Si	-33.912	4.126	2.598
Si	-36.537	6.891	2.566
Si	-33.965	-6.672	2.557
Si	-36.661	-3.85	2.671
Si	-33.84	-1.281	2.572
Si	-48.854	0.015	3.944
Si	-46.13	2.801	4.109
Si	-48.84	5.537	3.929
Si	-46.109	-8.132	4.014
Si	-48.877	-5.38	3.886
Si	-46.181	-2.636	4.018
Si	-43.443	0.054	4.05
Si	-40.687	2.824	4.056
Si	-43.386	5.532	3.987
Si	-40.714	-8.033	4.083
Si	-43.408	-5.383	3.956
Si	-40.694	-2.581	3.932
Si	-37.999	0.1	3.948
Si	-35.296	2.794	3.973
Si	-37.889	5.595	4.049
Si	-35.282	-8.031	3.967
Si	-38.03	-5.315	3.942
Si	-35.245	-2.563	4.005
Si	-47.535	-1.316	10.774
Si	-44.859	1.369	10.761
Si	-47.617	4.158	10.75
Si	-44.848	-9.421	10.786
Si	-47.539	-6.737	10.808
Si	-44.834	-4.005	10.855
Si	-42.136	-1.288	10.817
Si	-39.476	1.42	10.778
Si	-42.149	4.149	10.798
Si	-39.391	-9.414	10.821
Si	-42.124	-6.69	10.814
Si	-39.394	-3.989	10.802
Si	-36.714	-1.281	10.788
Si	-33.947	1.476	10.766
Si	-36.719	4.203	10.732
Si	-33.967	-9.379	10.786
Si	-36.693	-6.692	10.854
Si	-33.96	-4.038	10.824
Si	-46.198	0.04	12.185
Si	-43.486	2.693	12.11
Si	-46.276	5.542	12.077
Si	-43.479	-8.065	12.166
Si	-46.169	-5.403	12.216
Si	-43.5	-2.598	12.226
Si	-40.813	0.067	12.206
Si	-38.136	2.855	12.028
Si	-40.825	5.579	12.133
Si	-38.038	-8.068	12.223
Si	-40.762	-5.323	12.17
Si	-38.063	-2.629	12.177
Si	-35.318	0.115	12.048
Si	-32.647	2.807	12.21
Si	-35.346	5.565	12.054
Si	-32.66	-8.068	12.252
Si	-35.307	-5.361	12.228
Si	-32.557	-2.712	12.154
Si	-47.599	1.432	13.469
Si	-44.911	4.102	13.283
Si	-47.54	-9.452	13.583
Si	-44.772	-6.751	13.614
Si	-47.549	-4.043	13.546
Si	-44.852	-1.261	13.666
Si	-42.234	1.337	13.624
Si	-39.526	4.151	13.419
Si	-42.131	-9.375	13.563
Si	-39.442	-6.692	13.553
Si	-42.085	-3.934	13.548
Si	-39.413	-1.269	13.554
Si	-36.724	1.524	13.289
Si	-34.074	4.234	13.46
Si	-36.604	-9.464	13.515
Si	-33.994	-6.717	13.678
Si	-36.639	-3.927	13.523
Si	-33.915	-1.265	13.332
Si	-48.981	0.005	14.697
Si	-46.238	2.851	14.744
Si	-48.958	5.549	14.996
Si	-46.087	-8.154	14.998
Si	-48.941	-5.45	14.837
Si	-46.172	-2.722	14.969
Si	-43.603	0.089	15.219
Si	-40.825	2.756	14.832
Si	-43.561	5.416	14.613
Si	-40.808	-8.012	15.044
Si	-43.361	-5.356	14.927
Si	-40.777	-2.56	14.993
Si	-37.958	0.173	14.691
Si	-35.476	2.87	14.716
Si	-38.091	5.478	14.677
Si	-35.25	-8.211	15.039
Si	-37.979	-5.324	14.815
Si	-35.26	-2.46	14.762
Si	-47.861	-1.53	16.042
Si	-44.833	1.883	16.352
Si	-47.295	4.372	16.172
Si	-44.928	-9.891	16.188
Si	-47.731	-6.961	16.173
Si	-44.616	-3.946	16.278
Si	-42.434	-1.613	16.474
Si	-39.217	1.573	16.028
Si	-42.466	3.918	16
Si	-39.091	-9.252	16.02
Si	-41.72	-6.231	16.427
Si	-39.41	-4.069	16.157
Si	-36.232	-0.72	15.994
Si	-34.06	1.393	15.78
Si	-37.136	3.89	16.067
Si	-33.577	-9.312	16.453
Si	-36.898	-6.972	16.085
Si	-33.85	-3.537	16.262
Si	-48.126	0.879	20.848
Si	-38.65	4.883	-4.646
Si	-49.409	3.46	-6.365
Si	-40.369	-2.166	-1.963
Si	-35.293	-3.737	19.048
Si	-39.314	0.331	18.774
Si	-26.843	0.969	-3.83
Si	-46.226	-3.8	-2.778
Si	-41.223	-2.894	-4.789
Si	-36.051	4.448	18.876
Si	-39.06	1.663	-4.728
Si	-25.38	5.885	-4.466
Si	-47.385	-3.66	20.101
Si	-30.852	-5.057	-4.343
Si	-41.933	-5.336	19.289
Si	-26.761	-8.062	-5.556
Si	-35.034	7.93	-6.641
Si	-26.918	2.393	-6.742
Si	-42.741	5.819	18.242
Si	-36.06	6.488	-4.161
Si	-45.947	-5.825	18.484
Si	-39.803	6.96	-3.069
Si	-38.635	-6.845	-3.987
Si	-33.128	-5.797	-2.345
Si	-44.577	5.319	-5.451
Si	-39.328	-6.696	19.832
Si	-45.055	-8.109	20.3
Si	-37.203	1.939	20.244
Si	-42.12	-2.27	19.354
Si	-30.448	-2.179	-4.867
Si	-43.668	5.536	20.905
Si	-35.953	7.206	20.448
Si	-34.498	0.927	20.912
Si	-44.984	-1.906	20.554
Si	-44.157	-3.644	-4.904
Si	-29.893	-7.737	-5.705
Si	-38.353	0.224	-2.017
Si	-34.675	1.562	-5.056
Si	-45.955	3.001	-2.199
Si	-33.466	5.531	-3.08
Si	-34.838	2.969	-2.324
Si	-37.813	-2.264	18.249
Si	-41.593	1.534	-6.219
Si	-39.915	-5.374	-6.196
Si	-48.346	7.171	-3.005
Si	-35.936	-7.214	-2.62
Si	-31.788	0.467	-4.428
Si	-33.156	-1.861	20.499
Si	-40.023	6.991	18.732
Si	-44.15	-6.715	-4.595
Si	-41.463	-7.147	-3.014
Si	-37.082	0.488	-6.774
Si	-36.518	-6.313	19.052
Si	-42.158	4.412	-6.822
Si	-31.167	-0.83	-0.071
Si	-28.276	1.133	0.152
Si	-31.106	4.358	0.326
Si	-28.898	7.113	0.197
Si	-31.137	-7.042	-0.09
Si	-28.328	-4.191	0.151
Si	-26.159	-1.177	0.239
Si	-23.257	1.612	0.131
Si	-25.448	3.866	0.045
Si	-22.777	6.639	0.206
Si	-26.198	-6.514	-0.016
Si	-22.903	-4.374	0.098
Si	-20.171	-1.523	-0.167
Si	-17.438	1.511	0.263
Si	-20.676	4.309	0.149
Si	-16.952	6.295	0.12
Si	-20.668	-6.529	0.217
Si	-17.904	-3.723	-0.039
Si	-29.815	0.108	1.569
Si	-27.122	2.811	1.326
Si	-29.867	5.654	1.729
Si	-27.25	-8.063	1.372
Si	-29.962	-5.43	1.246
Si	-27.254	-2.691	1.585
Si	-24.47	0.017	1.367
Si	-21.785	2.785	1.514
Si	-24.425	5.491	1.403
Si	-21.703	-8.121	1.558
Si	-24.499	-5.508	1.351
Si	-21.709	-2.689	1.26
Si	-19.076	0.112	1.246
Si	-16.207	2.74	1.765
Si	-18.881	5.409	1.292
Si	-16.174	-8.308	1.54
Si	-18.989	-5.343	1.344
Si	-16.283	-2.539	1.181
Si	-31.187	1.477	2.824
Si	-28.434	4.161	2.784
Si	-31.358	6.959	2.878
Si	-28.604	-6.71	2.728
Si	-31.279	-3.982	2.547
Si	-28.582	-1.334	2.903
Si	-25.811	1.411	2.746
Si	-23.124	4.154	2.852
Si	-25.838	6.872	2.696
Si	-23.17	-6.803	2.812
Si	-25.774	-4.071	2.761
Si	-23.067	-1.341	2.67
Si	-20.384	1.385	2.749
Si	-17.684	4.128	2.887
Si	-20.218	6.82	2.739
Si	-17.627	-6.794	2.672
Si	-20.371	-4.007	2.724
Si	-17.666	-1.256	2.649
Si	-32.579	0.063	4.06
Si	-29.828	2.834	4.139
Si	-32.67	5.487	4.09
Si	-29.923	-8.028	4.151
Si	-32.602	-5.336	3.956
Si	-29.976	-2.722	4.104
Si	-27.161	0.063	4.138
Si	-24.48	2.762	4.16
Si	-27.123	5.524	4.136
Si	-24.51	-8.141	4.151
Si	-27.194	-5.392	4.098
Si	-24.412	-2.681	4.079
Si	-21.748	0.021	4.084
Si	-19.046	2.727	4.17
Si	-21.674	5.507	4.119
Si	-18.961	-8.099	4.124
Si	-21.76	-5.378	4.078
Si	-19.001	-2.641	4.061
Si	-31.221	-1.296	10.854
Si	-28.528	1.384	10.872
Si	-31.308	4.155	10.821
Si	-28.569	-9.451	10.873
Si	-31.29	-6.716	10.892
Si	-28.542	-3.984	10.964
Si	-25.856	-1.297	10.992
Si	-23.177	1.384	10.944
Si	-25.916	4.102	10.903
Si	-23.105	-9.408	10.888
Si	-25.839	-6.699	10.921
Si	-23.094	-4.004	10.963
Si	-20.458	-1.335	10.912
Si	-17.677	1.382	10.883
Si	-20.429	4.158	10.868
Si	-17.683	-9.415	10.868
Si	-20.421	-6.687	10.945
Si	-17.713	-4.067	10.909
Si	-29.872	0.045	12.244
Si	-27.25	2.715	12.318
Si	-29.973	5.505	12.178
Si	-27.237	-8.066	12.23
Si	-29.953	-5.349	12.266
Si	-27.197	-2.647	12.405
Si	-24.542	0.077	12.396
Si	-21.828	2.816	12.206
Si	-24.528	5.529	12.124
Si	-21.784	-8.027	12.306
Si	-24.457	-5.366	12.304
Si	-21.765	-2.652	12.392
Si	-19.078	0.03	12.198
Si	-16.316	2.786	12.197
Si	-19.037	5.521	12.175
Si	-16.359	-8.028	12.241
Si	-19.092	-5.326	12.355
Si	-16.339	-2.765	12.264
Si	-31.239	1.43	13.539
Si	-28.735	4.075	13.543
Si	-31.335	-9.506	13.573
Si	-28.64	-6.75	13.6
Si	-31.288	-4.015	13.689
Si	-28.607	-1.278	13.76
Si	-25.895	1.444	13.832
Si	-23.263	4.177	13.511
Si	-25.836	-9.449	13.494
Si	-23.148	-6.683	13.749
Si	-25.78	-4.048	13.728
Si	-23.166	-1.302	13.744
Si	-20.391	1.494	13.49
Si	-17.662	4.182	13.512
Si	-20.348	-9.42	13.529
Si	-17.679	-6.643	13.688
Si	-20.403	-3.974	13.843
Si	-17.792	-1.427	13.526
Si	-32.569	-0.021	14.755
Si	-30.08	2.796	15.06
Si	-32.704	5.433	14.928
Si	-30.067	-8.088	14.949
Si	-32.707	-5.295	15.102
Si	-29.943	-2.696	15.139
Si	-27.311	0.068	15.233
Si	-24.557	2.993	15.11
Si	-27.297	5.486	14.654
Si	-24.568	-8.135	14.994
Si	-27.229	-5.455	14.966
Si	-24.466	-2.681	15.208
Si	-21.758	0.197	14.876
Si	-19.017	2.862	14.852
Si	-21.837	5.547	14.704
Si	-18.981	-8.119	14.953
Si	-21.786	-5.328	15.22
Si	-19.012	-2.586	15.225
Si	-31.527	-1.438	16.368
Si	-28.48	1.801	16.434
Si	-31.942	3.647	16.299
Si	-28.53	-9.459	16.013
Si	-31.525	-6.888	16.38
Si	-28.329	-3.963	16.373
Si	-26.183	-1.626	16.455
Si	-22.789	1.873	16.151
Si	-26.318	4.191	16.304
Si	-22.866	-9.258	16.133
Si	-26.326	-7.2	16.253
Si	-23.24	-4.119	16.72
Si	-20.18	-0.788	16.284
Si	-17.815	1.172	15.948
Si	-20.64	4.115	16.016
Si	-17.375	-9.28	16.226
Si	-20.543	-7.029	16.284
Si	-17.203	-3.504	16.564
Si	-29.234	4.372	-6.659
Si	-22.48	5.936	-4.799
Si	-30.625	5.991	-4.241
Si	-24.415	-2.563	-1.798
Si	-15.666	-4.545	-6.611
Si	-22.906	1.703	19.161
Si	-11.187	1.449	-6.036
Si	-28.905	-3.508	-2.763
Si	-25.942	-3.889	-3.781
Si	-18.911	5.126	18.147
Si	-22.306	2.866	-4.815
Si	-10.895	-7.717	-5.818
Si	-30.734	-0.644	19.313
Si	-14.584	-6.049	-4.166
Si	-22.727	-3.031	19.574
Si	-12.641	4.881	-4.142
Si	-19.375	-7.334	-2.456
Si	-16.832	3.013	18.006
Si	-24.798	-6.184	18.517
Si	-20.23	7.555	-6.274
Si	-29.573	-5.885	18.613
Si	-23.675	7.456	-2.657
Si	-20.334	-5.874	-4.954
Si	-16.628	-5.786	-1.987
Si	-33.223	4.841	18.62
Si	-18.358	-3.487	-5.743
Si	-28.223	8.082	20.15
Si	-15.844	1.111	-6.581
Si	-25.482	-1.42	19.447
Si	-12.736	-1.669	-4.059
Si	-27.862	5.439	18.472
Si	-18.987	6.647	20.683
Si	-15.126	-0.303	-3.154
Si	-28.173	-1.635	20.751
Si	-25.326	-3.782	-6.74
Si	-13.605	7.56	-4.855
Si	-22.316	-0.35	-2.001
Si	-19.42	1.994	-4.568
Si	-26.588	3.784	-2.766
Si	-17.466	6.382	-5.496
Si	-18.797	3.414	-1.888
Si	-21.04	-0.685	19.28
Si	-23.97	0.468	-4.391
Si	-22.594	-5.357	-6.828
Si	-29.551	0.365	-2.312
Si	-17.978	6.436	-2.613
Si	-17.661	-0.589	-4.724
Si	-17.174	-4.087	19.657
Si	-23.009	7.601	18.946
Si	-29.139	4.979	-1.799
Si	-25.494	-6.785	-2.963
Si	-25.69	1.529	20.176
Si	-20.17	-7.43	19.29
Si	-28.42	2.463	19.275
Si	-15.282	-0.751	-0.134
Si	-12.589	1.897	-0.069
Si	-14.803	4.06	0.49
Si	-12.441	7.068	0.311
Si	-14.687	-7.133	0.208
Si	-11.83	-4.54	0.08
Si	-9.545	-1.465	0.111
Si	-7.012	1.558	0.339
Si	-9.2	3.775	0.285
Si	-6.54	6.406	0.281
Si	-9.559	-6.753	0.088
Si	-6.264	-4.415	0.406
Si	-3.735	-1.649	0.253
Si	-1.22	1.121	0.39
Si	-4.267	4.243	0.208
Si	-1.005	6.442	0.302
Si	-4.233	-6.734	0.392
Si	-1.474	-3.812	0.303
Si	-13.583	0.149	1.253
Si	-10.904	2.698	1.439
Si	-13.479	5.501	1.7
Si	-10.79	-8.151	1.535
Si	-13.514	-5.496	1.409
Si	-10.831	-2.863	1.434
Si	-8.16	-0.112	1.499
Si	-5.409	2.703	1.596
Si	-8.077	5.32	1.641
Si	-5.446	-8.281	1.614
Si	-8.048	-5.536	1.453
Si	-5.233	-2.789	1.689
Si	-2.701	-0.088	1.692
Si	0.019	2.713	1.614
Si	-2.662	5.346	1.561
Si	0.017	8.091	1.665
Si	-2.635	-5.466	1.572
Si	0.023	-2.688	1.677
Si	-14.819	1.316	2.915
Si	-12.099	4.083	2.921
Si	-14.88	6.793	3.03
Si	-12.166	-6.78	2.88
Si	-14.934	-3.993	2.585
Si	-12.245	-1.353	2.629
Si	-9.568	1.269	2.819
Si	-6.732	4.015	3.023
Si	-9.461	6.762	2.883
Si	-6.79	-6.884	2.931
Si	-9.417	-4.143	2.822
Si	-6.733	-1.403	2.877
Si	-4.077	1.32	2.951
Si	-1.362	4.013	2.994
Si	-4.007	6.74	2.937
Si	-1.332	-6.83	2.968
Si	-3.937	12.17	3.052
Si	-1.332	-1.387	3.086
Si	-16.302	-0.009	4.144
Si	-13.499	2.721	4.241
Si	-16.31	5.443	4.274
Si	-13.512	-8.118	4.274
Si	-16.266	-5.385	4.004
Si	-13.601	-2.692	4.041
Si	-10.91	-0.078	4.156
Si	-8.175	2.626	4.24
Si	-10.782	5.43	4.283
Si	-8.144	-8.209	4.289
Si	-10.807	-5.434	4.221
Si	-8.105	-2.766	4.216
Si	-5.442	-0.032	4.291
Si	-2.727	2.664	4.344
Si	-5.377	5.408	4.331
Si	-2.702	8.128	4.319
Si	-5.413	10.814	4.292
Si	-2.666	-2.765	4.429
Si	-14.992	-1.357	10.932
Si	-12.215	1.376	10.963
Si	-14.929	4.126	10.888
Si	-12.198	-9.536	11.015
Si	-14.955	-6.767	10.883
Si	-12.263	-4.099	10.928
Si	-9.506	-1.352	11.017
Si	-6.847	1.385	11.162
Si	-9.528	4.065	11.093
Si	-6.817	-9.556	11.132
Si	-9.513	-6.846	11.049
Si	-6.857	-4.102	11.076
Si	-4.142	-1.329	11.089
Si	-1.417	1.372	11.139
Si	-4.153	4.097	11.23
Si	-1.435	6.72	11.16
Si	-4.144	9.483	11.084
Si	-1.424	-4.104	11.064
Si	-13.623	0.034	12.241
Si	-10.895	2.688	12.426
Si	-13.554	5.385	12.328
Si	-10.873	-8.18	12.435
Si	-13.6	-5.473	12.285
Si	-10.878	-2.77	12.254
Si	-8.224	0.012	12.486
Si	-5.558	2.775	12.598
Si	-8.194	5.42	12.498
Si	-5.431	-8.22	12.488
Si	-8.14	-5.54	12.442
Si	-5.552	-2.655	12.4
Si	-2.8	0.044	12.465
Si	-0.089	2.66	12.597
Si	-2.78	5.437	12.627
Si	-0.085	8.112	12.45
Si	-2.827	-5.42	12.394
Si	-0.061	-2.766	12.417
Si	-14.959	1.458	13.559
Si	-12.258	3.98	13.826
Si	-14.958	-9.441	13.451
Si	-12.253	-6.778	13.719
Si	-14.972	-4.146	13.629
Si	-12.26	-1.389	13.509
Si	-9.598	1.345	13.88
Si	-6.94	4.138	14.036
Si	-9.538	-9.545	13.854
Si	-6.744	-6.892	13.87
Si	-9.582	-4.151	13.65
Si	-6.851	-1.314	13.849
Si	-4.136	1.414	13.882
Si	-1.423	4.05	13.971
Si	-4.121	6.854	14.013
Si	-1.528	9.484	13.718
Si	-4.195	-4.007	13.7
Si	-1.415	-1.356	13.734
Si	-16.366	-0.024	14.636
Si	-13.666	2.582	15.197
Si	-16.269	5.548	14.796
Si	-13.678	-8.173	14.919
Si	-16.337	-5.305	15.162
Si	-13.558	-2.764	14.839
Si	-11.037	-0.138	15.039
Si	-8.365	2.717	15.402
Si	-10.9	5.393	15.201
Si	-8.107	-8.29	15.254
Si	-10.902	-5.452	15.122
Si	-8.261	-2.789	15.001
Si	-5.515	0.083	15.256
Si	-2.813	2.729	15.376
Si	-5.488	5.516	15.417
Si	-2.806	8.353	15.347
Si	-5.425	-5.359	15.137
Si	-2.851	-2.634	15.025
Si	-15.017	-1.366	15.948
Si	-12.763	0.659	16.421
Si	-14.794	4.415	16.195
Si	-12.58	-9.735	16.271
Si	-15.21	-7.05	16.276
Si	-12.059	-3.788	16.334
Si	-9.818	-1.676	16.305
Si	-6.617	1.681	16.639
Si	-9.966	3.883	16.818
Si	-6.768	6.844	16.934
Si	-9.254	-6.621	16.364
Si	-7.13	-4.306	16.353
Si	-3.928	-1.133	16.492
Si	-1.689	1.024	16.555
Si	-4.368	3.935	16.763
Si	-1.099	7.108	16.347
Si	-3.749	10.227	16.634
Si	-1.443	-4.05	16.175
Si	-15.226	-1.965	21.037
Si	-5.504	4.476	-4.798
Si	-17.804	3.52	-6.663
Si	-7.46	-2.661	-1.864
Si	-1.485	-3.328	-6.67
Si	-7.96	-0.342	18.579
Si	2.605	3.909	-2.254
Si	-12.284	-4.462	-2.938
Si	-7.295	-4.285	-4.499
Si	-2.534	5.584	18.72
Si	-6.022	1.549	-4.164
Si	3.388	6.875	-2.681
Si	-15.126	-6.013	20.643
Si	1.947	-6.671	-2.328
Si	-7.755	-5.563	20.663
Si	6.995	7.011	-6.83
Si	-2.426	-6.313	-3.936
Si	0.181	2.397	18.699
Si	-11.115	-7.907	18.408
Si	-2.937	4.151	-6.441
Si	-13.291	-5.692	18.391
Si	-10.398	5.655	-6.283
Si	-6.444	7.306	-4.424
Si	-0.604	-5.55	-1.983
Si	-14.797	2.963	19.852
Si	-0.628	-6.226	-6.51
Si	-10.382	6.336	20.496
Si	-0.057	5.205	-5.747
Si	-6.069	-2.749	-6.746
Si	1.212	-2.032	-2.679
Si	-11.46	3.81	21
Si	1.32	7.851	-6.737
Si	4.596	-0.438	-6.151
Si	-8.467	-1.241	-6.648
Si	-10.144	-5.128	-4.794
Si	7.487	-7.435	-2.397
Si	-5.597	-0.216	-1.863
Si	-2.079	1.821	-4.7
Si	-13.733	1.973	-4.582
Si	4.012	6.664	-5.689
Si	-2.506	2.777	-1.913
Si	-5.775	-2.55	18.612
Si	-8.898	0.364	-4.279
Si	-5.169	-6.363	-4.896
Si	-11.106	0.125	-2.02
Si	-2.224	-7.901	-1.561
Si	-0.695	-0.914	-4.669
Si	2.146	-0.067	-4.582
Si	-8.06	4.909	19.166
Si	-10.699	5.514	-1.855
Si	-8.408	7.556	-2.055
Si	-9.656	-0.534	21.048
Si	-5.722	-7.066	18.828
Si	-12.162	2.363	18.527
Si	1.35	-1.374	5.771
Si	4.063	1.303	5.743
Si	1.335	4.032	5.744
Si	4.091	6.706	5.797
Si	1.351	-6.832	5.76
Si	4.094	-4.149	5.771
Si	6.774	-1.405	5.764
Si	9.512	1.246	5.819
Si	6.814	3.996	5.803
Si	9.56	6.674	5.791
Si	6.832	9.45	5.819
Si	9.557	-4.202	5.748
Si	12.244	-1.484	5.838
Si	14.951	1.215	5.83
Si	12.292	3.949	5.815
Si	14.963	6.646	5.746
Si	12.267	9.323	5.798
Si	15.022	-4.279	5.879
Si	17.695	-1.549	5.838
Si	20.391	1.144	5.868
Si	17.637	3.956	5.86
Si	20.358	6.616	5.833
Si	17.658	9.355	5.857
Si	20.377	-4.294	5.801
Si	23.098	-1.55	5.785
Si	25.73	1.165	5.745
Si	23.064	3.909	5.853
Si	25.801	6.655	5.734
Si	23.019	9.407	5.767
Si	25.758	-4.197	5.647
Si	28.443	-1.499	5.602
Si	31.163	1.268	5.498
Si	28.491	3.949	5.664
Si	31.195	6.709	5.555
Si	28.47	9.393	5.611
Si	31.181	-4.186	5.558
Si	33.874	-1.457	5.468
Si	36.569	1.262	5.453
Si	33.88	3.933	5.481
Si	36.636	6.708	5.44
Si	33.853	9.435	5.485
Si	36.586	-4.137	5.417
Si	39.275	-1.457	5.372
Si	42.047	1.33	5.34
Si	39.295	4.033	5.433
Si	42.047	6.773	5.313
Si	39.326	9.44	5.325
Si	42.047	-4.156	5.274
Si	44.737	-1.388	5.276
Si	47.472	1.384	5.254
Si	44.727	4.095	5.223
Si	47.496	6.827	5.167
Si	44.748	-6.811	5.241
Si	47.452	-4.05	5.235
Si	50.183	-1.293	5.264
Si	52.953	1.451	5.22
Si	50.227	4.114	5.22
Si	52.959	6.828	5.256
Si	50.182	-6.77	5.177
Si	52.933	-4.006	5.244
Si	55.696	-1.272	5.217
Si	58.462	1.357	5.286
Si	55.695	4.141	5.242
Si	58.466	6.851	5.258
Si	55.678	-6.743	5.303
Si	58.458	-4.013	5.24
Si	61.184	-1.333	5.206
Si	63.946	1.405	5.168
Si	61.211	4.114	5.27
Si	63.943	6.871	5.239
Si	61.182	-6.756	5.207
Si	63.925	-4.059	5.163
Si	66.664	-1.367	5.164
Si	-61.133	1.35	5.22
Si	66.645	4.088	5.222
Si	-61.154	6.825	5.224
Si	66.63	-6.758	5.172
Si	-61.166	-4.061	5.132
Si	-58.418	-1.406	5.194
Si	-55.657	1.327	5.287
Si	-58.419	4.086	5.242
Si	-55.666	6.834	5.183
Si	-58.427	-6.762	5.17
Si	-55.658	-4.086	5.145
Si	-52.945	-1.343	5.224
Si	-50.257	1.415	5.24
Si	-52.952	4.139	5.267
Si	-50.24	6.881	5.256
Si	-52.973	-6.771	5.178
Si	-50.246	-4.048	5.271
Si	-47.542	-1.305	5.373
Si	-44.79	1.415	5.419
Si	-47.552	4.166	5.361
Si	-44.761	6.856	5.384
Si	-47.521	-6.731	5.285
Si	-44.8	-4.033	5.314
Si	-42.066	-1.298	5.36
Si	-39.342	1.435	5.366
Si	-42.072	4.177	5.385
Si	-39.327	6.913	5.382
Si	-42.086	-6.684	5.405
Si	-39.378	-3.967	5.323
Si	-36.645	-1.237	5.349
Si	-33.963	1.436	5.378
Si	-36.614	4.164	5.383
Si	-33.991	6.911	5.391
Si	-36.675	-6.681	5.314
Si	-33.946	-3.985	5.354
Si	-31.27	-1.308	5.45
Si	-28.512	1.429	5.485
Si	-31.246	4.18	5.44
Si	-28.537	6.89	5.455
Si	-31.272	-6.64	5.435
Si	-28.547	-4.027	5.452
Si	-25.783	-1.315	5.443
Si	-23.095	1.39	5.471
Si	-25.804	4.15	5.513
Si	-23.081	6.851	5.472
Si	-25.857	-6.749	5.489
Si	-23.09	-4.026	5.472
Si	-20.38	-1.318	5.454
Si	-17.655	1.376	5.503
Si	-20.394	4.113	5.517
Si	-17.648	6.871	5.546
Si	-20.386	-6.742	5.43
Si	-17.649	-4.044	5.397
Si	-14.949	-1.382	5.48
Si	-12.183	1.322	5.572
Si	-14.919	4.061	5.567
Si	-12.173	6.799	5.598
Si	-14.935	-6.71	5.488
Si	-12.228	-4.039	5.476
Si	-9.512	-1.401	5.538
Si	-6.813	1.312	5.639
Si	-9.458	4.037	5.621
Si	-6.77	6.767	5.652
Si	-9.5	-6.82	5.611
Si	-6.777	-4.114	5.62
Si	-4.089	-1.378	5.683
Si	-1.396	1.337	5.754
Si	-4.069	4.038	5.701
Si	-1.367	6.756	5.694
Si	-4.083	9.463	5.678
Si	-1.345	-4.139	5.764
Si	2.707	-0.03	7.124
Si	5.416	2.646	7.121
Si	2.694	5.359	7.12
Si	5.45	8.073	7.136
Si	2.713	-5.49	7.113
Si	5.433	-2.775	7.124
Si	8.138	-0.092	7.156
Si	10.9	2.601	7.162
Si	8.194	5.331	7.152
Si	10.904	8.011	7.178
Si	8.2	-5.518	7.15
Si	10.876	-2.848	7.155
Si	13.604	-0.125	7.203
Si	16.3	2.576	7.207
Si	13.636	5.309	7.17
Si	16.306	7.979	7.175
Si	13.616	-5.624	7.174
Si	16.349	-2.88	7.229
Si	19.033	-0.192	7.222
Si	21.723	2.544	7.211
Si	19.015	5.286	7.223
Si	21.718	8.019	7.158
Si	19.027	-5.602	7.205
Si	21.731	-2.895	7.147
Si	24.423	-0.178	7.152
Si	27.125	2.583	7.022
Si	24.463	5.302	7.127
Si	27.157	8.058	7.037
Si	24.417	-5.534	7.067
Si	27.122	-2.847	7.013
Si	29.845	-0.112	6.9
Si	32.545	2.596	6.87
Si	29.874	5.34	6.948
Si	32.555	8.076	6.89
Si	29.846	-5.555	6.939
Si	32.561	-2.816	6.876
Si	35.254	-0.12	6.821
Si	37.982	2.608	6.773
Si	35.287	5.309	6.786
Si	38.021	8.074	6.747
Si	35.271	-5.533	6.793
Si	37.977	-2.821	6.77
Si	40.667	-0.066	6.678
Si	43.43	2.702	6.641
Si	40.712	5.399	6.709
Si	43.425	-8.18	6.632
Si	40.703	-5.515	6.661
Si	43.391	-2.775	6.63
Si	46.123	-0.018	6.598
Si	48.868	2.741	6.573
Si	46.133	5.454	6.538
Si	48.846	-8.143	6.545
Si	46.113	-5.445	6.594
Si	48.834	-2.701	6.595
Si	51.593	0.067	6.571
Si	54.331	2.782	6.589
Si	51.596	5.462	6.582
Si	54.321	-8.133	6.616
Si	51.57	-5.421	6.545
Si	54.336	-2.655	6.56
Si	57.07	0.031	6.612
Si	59.824	2.756	6.6
Si	57.077	5.491	6.596
Si	59.827	-8.104	6.593
Si	57.089	-5.385	6.589
Si	59.833	-2.676	6.588
Si	62.576	0.04	6.527
Si	65.291	2.733	6.574
Si	62.58	5.487	6.582
Si	65.313	-8.113	6.586
Si	62.574	-5.414	6.55
Si	65.293	-2.706	6.533
Si	-62.529	-0.009	6.545
Si	-59.786	2.722	6.601
Si	-62.531	5.458	6.57
Si	-59.771	-8.133	6.562
Si	-62.529	-5.412	6.512
Si	-59.796	-2.746	6.541
Si	-57.078	-0.023	6.591
Si	-54.33	2.764	6.616
Si	-57.037	5.471	6.569
Si	-54.336	-8.117	6.575
Si	-57.055	-5.412	6.535
Si	-54.331	-2.718	6.566
Si	-51.616	0.048	6.61
Si	-48.92	2.763	6.663
Si	-51.594	5.498	6.621
Si	-48.906	-8.079	6.646
Si	-51.63	-5.422	6.603
Si	-48.912	-2.691	6.685
Si	-46.183	0.052	6.736
Si	-43.45	2.811	6.74
Si	-46.181	5.519	6.718
Si	-43.441	-8.071	6.748
Si	-46.174	-5.378	6.677
Si	-43.446	-2.673	6.689
Si	-40.731	0.084	6.715
Si	-38.007	2.812	6.724
Si	-40.719	5.549	6.726
Si	-38.012	-8.019	6.725
Si	-40.725	-5.311	6.731
Si	-38.014	-2.622	6.695
Si	-35.321	0.099	6.756
Si	-32.598	2.784	6.759
Si	-35.32	5.551	6.757
Si	-32.62	-8.056	6.745
Si	-35.32	-5.341	6.696
Si	-32.622	-2.662	6.793
Si	-29.88	0.045	6.797
Si	-27.179	2.788	6.852
Si	-29.901	5.533	6.803
Si	-27.2	-8.094	6.86
Si	-29.897	-5.351	6.832
Si	-27.162	-2.663	6.795
Si	-24.456	0.037	6.829
Si	-21.768	2.759	6.861
Si	-24.439	5.502	6.854
Si	-21.753	-8.071	6.819
Si	-24.479	-5.367	6.826
Si	-21.742	-2.666	6.831
Si	-19.046	0.032	6.845
Si	-16.306	2.72	6.896
Si	-19.03	5.496	6.863
Si	-16.28	-8.081	6.865
Si	-19.023	-5.38	6.782
Si	-16.321	-2.723	6.826
Si	-13.593	-0.025	6.871
Si	-10.84	2.689	6.949
Si	-13.562	5.439	6.911
Si	-10.838	-8.178	6.974
Si	-13.571	-5.395	6.872
Si	-10.881	-2.733	6.901
Si	-8.177	-0.05	6.96
Si	-5.467	2.688	7.02
Si	-8.118	5.395	6.998
Si	-5.444	8.121	7.038
Si	-8.149	-5.463	6.971
Si	-5.453	-2.745	7.012
Si	-2.774	-0.012	7.081
Si	-0.031	2.687	7.109
Si	-2.731	5.408	7.061
Si	-0.025	8.102	7.076
Si	-2.748	-5.496	7.063
Si	-0.016	-2.745	7.1
Si	1.334	1.329	8.467
Si	4.036	3.989	8.473
Si	1.309	6.719	8.443
Si	4.056	9.435	8.448
Si	1.338	-4.113	8.434
Si	4.065	-1.406	8.464
Si	6.776	1.291	8.483
Si	9.543	3.965	8.519
Si	6.816	6.698	8.479
Si	9.537	9.411	8.499
Si	6.81	-4.143	8.468
Si	9.507	-1.463	8.488
Si	12.252	1.25	8.55
Si	14.963	3.949	8.566
Si	12.265	6.656	8.531
Si	14.983	9.36	8.543
Si	12.266	-4.205	8.488
Si	14.985	-1.476	8.559
Si	17.687	1.215	8.552
Si	20.38	3.917	8.572
Si	17.682	6.662	8.57
Si	20.39	9.37	8.557
Si	17.71	-4.218	8.589
Si	20.413	-1.529	8.56
Si	23.095	1.192	8.542
Si	25.823	3.932	8.449
Si	23.12	6.678	8.493
Si	25.808	9.433	8.398
Si	23.11	-4.209	8.508
Si	25.805	-1.524	8.459
Si	28.526	1.228	8.322
Si	31.245	3.974	8.259
Si	28.544	6.694	8.343
Si	31.233	9.424	8.279
Si	28.504	-4.206	8.335
Si	31.22	-1.463	8.259
Si	33.926	1.228	8.195
Si	36.646	3.946	8.145
Si	33.972	6.689	8.163
Si	36.665	9.415	8.118
Si	33.954	-4.18	8.194
Si	36.65	-1.479	8.148
Si	39.358	1.254	8.114
Si	42.07	4.007	8.034
Si	39.384	6.725	8.103
Si	42.067	-6.857	8.016
Si	39.371	-4.185	8.078
Si	42.025	-1.448	8.012
Si	44.775	1.32	7.98
Si	47.492	4.097	7.9
Si	44.797	-9.549	7.956
Si	47.49	-6.819	7.925
Si	44.756	-4.119	7.986
Si	47.475	-1.36	7.964
Si	50.239	1.405	7.939
Si	52.973	4.135	7.95
Si	50.233	-9.488	7.899
Si	52.941	-6.764	7.923
Si	50.228	-4.07	7.915
Si	52.971	-1.308	7.907
Si	55.708	1.421	7.927
Si	58.443	4.118	7.938
Si	55.709	-9.477	7.963
Si	58.436	-6.762	7.939
Si	55.704	-4.026	7.905
Si	58.458	-1.327	7.931
Si	61.214	1.39	7.91
Si	63.932	4.109	7.917
Si	61.195	-9.488	7.925
Si	63.928	-6.773	7.927
Si	61.204	-4.058	7.914
Si	63.937	-1.322	7.887
Si	66.673	1.365	7.908
Si	-61.167	4.099	7.945
Si	66.677	-9.495	7.936
Si	-61.168	-6.774	7.895
Si	66.672	-4.061	7.888
Si	-61.149	-1.37	7.894
Si	-58.415	1.37	7.964
Si	-55.7	4.119	7.974
Si	-58.416	-9.498	7.936
Si	-55.72	-6.771	7.935
Si	-58.438	-4.088	7.917
Si	-55.715	-1.37	7.951
Si	-52.976	1.41	7.98
Si	-50.278	4.137	8.007
Si	-52.979	-9.469	7.973
Si	-50.28	-6.756	8.02
Si	-52.992	-4.062	7.974
Si	-50.274	-1.302	8.016
Si	-47.564	1.421	8.056
Si	-44.848	4.149	8.088
Si	-47.558	-9.429	8.045
Si	-44.827	-6.709	8.075
Si	-47.542	-4.039	8.053
Si	-44.817	-1.333	8.058
Si	-42.11	1.432	8.075
Si	-39.392	4.165	8.071
Si	-42.086	-9.43	8.109
Si	-39.383	-6.683	8.093
Si	-42.108	-3.993	8.096
Si	-39.394	-1.288	8.068
Si	-36.687	1.451	8.104
Si	-33.957	4.184	8.085
Si	-36.685	-9.394	8.088
Si	-33.986	-6.699	8.084
Si	-36.671	-3.99	8.07
Si	-33.978	-1.283	8.125
Si	-31.24	1.42	8.128
Si	-28.57	4.148	8.168
Si	-31.259	-9.403	8.125
Si	-28.552	-6.711	8.207
Si	-31.246	-3.991	8.173
Si	-28.512	-1.306	8.155
Si	-25.82	1.401	8.182
Si	-23.127	4.124	8.226
Si	-25.823	-9.458	8.199
Si	-23.116	-6.713	8.189
Si	-25.824	-4.001	8.205
Si	-23.126	-1.326	8.201
Si	-20.415	1.388	8.212
Si	-17.669	4.126	8.218
Si	-20.401	-9.433	8.18
Si	-17.687	-6.735	8.178
Si	-20.383	-4.033	8.17
Si	-17.691	-1.351	8.183
Si	-14.939	1.347	8.23
Si	-12.202	4.079	8.273
Si	-14.924	-9.474	8.211
Si	-12.228	-6.794	8.258
Si	-14.962	-4.049	8.207
Si	-12.23	-1.361	8.254
Si	-9.495	1.344	8.323
Si	-6.797	4.05	8.399
Si	-9.483	-9.552	8.331
Si	-6.818	9.496	8.36
Si	-9.533	-4.094	8.29
Si	-6.817	-1.375	8.354
Si	-4.128	1.367	8.427
Si	-1.411	4.047	8.445
Si	-4.106	6.758	8.41
Si	-1.401	9.455	8.416
Si	-4.115	-4.107	8.385
Si	-1.408	-1.375	8.417
Si	-0.067	-0.013	9.784
Si	2.678	2.663	9.866
Si	-0.056	5.369	9.818
Si	2.673	8.073	9.775
Si	-0.05	-5.482	9.741
Si	2.678	-2.756	9.788
Si	5.399	-0.041	9.835
Si	8.144	2.623	9.849
Si	5.42	5.338	9.794
Si	8.173	8.041	9.847
Si	5.435	10.789	9.774
Si	8.134	-2.773	9.853
Si	10.87	-0.123	9.861
Si	13.604	2.604	9.942
Si	10.909	5.303	9.894
Si	13.63	8.007	9.887
Si	10.891	10.787	9.836
Si	13.605	-2.845	9.873
Si	16.338	-0.104	9.943
Si	19.055	2.536	9.945
Si	16.347	5.285	9.919
Si	19.048	8.021	9.935
Si	16.342	10.727	9.916
Si	19.053	-2.838	9.951
Si	21.759	-0.162	9.935
Si	24.468	2.59	9.839
Si	21.773	5.313	9.869
Si	24.498	8.078	9.8
Si	21.758	10.765	9.879
Si	24.47	-2.856	9.881
Si	27.188	-0.117	9.723
Si	29.91	2.609	9.632
Si	27.217	5.333	9.728
Si	29.909	8.074	9.669
Si	27.155	10.804	9.761
Si	29.891	-2.835	9.642
Si	32.615	-0.115	9.598
Si	35.343	2.546	9.524
Si	32.64	5.346	9.549
Si	35.369	8.018	9.508
Si	32.639	10.778	9.587
Si	35.341	-2.846	9.54
Si	38.041	-0.154	9.486
Si	40.75	2.622	9.435
Si	38.053	5.306	9.444
Si	40.764	8.092	9.419
Si	38.05	10.76	9.454
Si	40.729	-2.825	9.44
Si	43.387	-0.062	9.323
Si	46.164	2.708	9.272
Si	43.455	5.39	9.325
Si	46.156	-8.191	9.312
Si	43.405	-5.484	9.366
Si	46.114	-2.742	9.318
Si	48.872	0.021	9.265
Si	51.616	2.766	9.286
Si	48.875	5.457	9.228
Si	51.608	-8.156	9.27
Si	48.889	-5.474	9.252
Si	51.623	-2.707	9.246
Si	54.355	0.036	9.25
Si	57.059	2.78	9.29
Si	54.34	5.488	9.322
Si	57.074	-8.119	9.317
Si	54.337	-5.398	9.24
Si	57.088	-2.69	9.254
Si	59.827	0.049	9.258
Si	62.566	2.754	9.27
Si	59.818	5.48	9.277
Si	62.568	-8.15	9.279
Si	59.815	-5.414	9.265
Si	62.566	-2.675	9.243
Si	65.304	0.022	9.267
Si	68.016	2.731	9.292
Si	65.293	5.452	9.27
Si	68.05	-8.131	9.286
Si	65.322	-5.425	9.258
Si	68.048	-2.722	9.258
Si	-59.809	-0.008	9.277
Si	-57.066	2.759	9.34
Si	-59.792	5.467	9.307
Si	-57.075	-8.135	9.316
Si	-59.814	-5.435	9.284
Si	-57.098	-2.731	9.304
Si	-54.371	0.044	9.303
Si	-51.638	2.783	9.366
Si	-54.341	5.488	9.346
Si	-51.638	-8.132	9.389
Si	-54.37	-5.427	9.333
Si	-51.648	-2.675	9.351
Si	-48.915	0.051	9.413
Si	-46.219	2.777	9.436
Si	-48.944	5.51	9.373
Si	-46.196	-8.07	9.416
Si	-48.909	-5.412	9.398
Si	-46.178	-2.683	9.429
Si	-43.474	0.041	9.409
Si	-40.778	2.814	9.421
Si	-43.492	5.519	9.438
Si	-40.742	-8.044	9.463
Si	-43.481	-5.341	9.454
Si	-40.758	-2.629	9.452
Si	-38.07	0.08	9.436
Si	-35.324	2.831	9.427
Si	-38.067	5.568	9.407
Si	-35.345	-8.031	9.457
Si	-38.021	-5.336	9.455
Si	-35.332	-2.657	9.471
Si	-32.589	0.06	9.477
Si	-29.908	2.77	9.525
Si	-32.62	5.544	9.453
Si	-29.926	-8.072	9.536
Si	-32.617	-5.387	9.471
Si	-29.857	-2.651	9.526
Si	-27.164	0.031	9.539
Si	-24.508	2.758	9.572
Si	-27.216	5.494	9.527
Si	-24.484	-8.063	9.548
Si	-27.196	-5.339	9.571
Si	-24.478	-2.65	9.611
Si	-21.805	0.038	9.568
Si	-19.052	2.761	9.553
Si	-21.762	5.536	9.526
Si	-19.068	-8.056	9.55
Si	-21.758	-5.349	9.555
Si	-19.06	-2.685	9.56
Si	-16.329	-0.005	9.548
Si	-13.578	2.717	9.584
Si	-16.3	5.511	9.554
Si	-13.566	-8.173	9.616
Si	-16.331	-5.403	9.547
Si	-13.613	-2.712	9.586
Si	-10.87	-0.013	9.637
Si	-8.175	2.699	9.738
Si	-10.848	5.415	9.674
Si	-8.149	-8.207	9.72
Si	-10.866	-5.478	9.647
Si	-8.18	-2.747	9.675
Si	-5.512	0.022	9.755
Si	-2.799	2.739	9.822
Si	-5.459	5.409	9.781
Si	-2.758	8.104	9.78
Si	-5.485	10.858	9.729
Si	-2.786	-2.723	9.746
O	18.662	-0.138	-3.286
O	5.623	0.716	-5.599
O	1.002	-1.393	20.237
O	3.808	0.693	17.907
O	15.07	1.385	18.223
O	18.42	2.812	20.931
O	18.151	3.801	18.491
O	2.597	5.459	17.123
O	1.752	-3.783	19.206
O	1.347	-6.001	17.73
O	3.672	-4.785	17.704
O	5.288	-2.904	16.89
O	7.01	-1.201	17.812
O	15.435	-3.65	-1.259
O	14.465	2.469	-2.814
O	10.055	0.839	20.892
O	5.427	2.396	16.76
O	9.222	-5.403	19.6
O	13.274	8.097	20.173
O	9.065	-7.133	-2.532
O	6.223	-7.214	17.559
O	9.82	-3.819	17.62
O	17.768	3.597	-5.536
O	10.532	-3.079	19.951
O	13.483	-0.202	17.045
O	9.107	-8.037	19.158
O	10.951	2.827	17.09
O	11.087	-6.928	20.511
O	14.77	6.528	17.986
O	16.603	-8.01	17.123
O	10.491	-2.506	-4.738
O	12.319	-6.752	18.142
O	14.596	-4.671	18.069
O	19.529	-1.558	-5.353
O	11.635	-7.038	-2.826
O	15.395	-3.922	20.525
O	10.837	6.645	-6.128
O	6.364	-1.763	-3.571
O	16.69	-7.688	-2.94
O	10.173	-4.519	-6.336
O	9.113	4.949	-5.041
O	4.032	5.239	20.122
O	13.032	-2.038	-4.201
O	21.247	-0.157	-3.973
O	12.038	2.749	-3.544
O	8.064	-5.549	16.802
O	3.516	-3.845	-0.84
O	10.28	-6.654	-4.894
O	7.14	-7.16	-0.865
O	17.463	-2.31	20.494
O	14.542	-0.227	-2.833
O	23.528	0.613	-2.944
O	4.297	6.838	-1.312
O	15.53	-2.488	-3.712
O	2.93	7.671	20.435
O	10.947	5.165	-0.127
O	12.079	-4.569	-4.561
O	-0.167	5.032	-4.15
O	7.439	2.714	-4.982
O	8.112	0.138	-5.927
O	20.99	7.556	-5.313
O	16.231	7.081	-5.919
O	3.391	1.167	20.534
O	5.199	0.499	-2.655
O	5.38	-5.506	0.013
O	7.486	4.773	-3.095
O	14.275	-6.623	-2.396
O	12.737	-7.684	-0.617
O	5.119	-7.44	19.874
O	3.174	-5.696	-2.743
O	6.024	-4.166	-4.785
O	10.365	0.676	-3.615
O	-6.436	4.317	-6.111
O	7.769	0.409	-2.896
O	10.5	2.355	-5.656
O	13.154	-3.062	19.576
O	-5.155	0.575	-3.196
O	-47.087	-0.868	-1.604
O	14.914	6.58	-1.234
O	7.885	-3.245	19.332
O	19.632	5.325	-5.666
O	11.498	-3.18	-2.416
O	-10.9	2.832	-6.789
O	1.533	-6.333	-0.789
O	13.394	-5.609	20.208
O	21.477	2.244	-2.89
O	-56.169	-4.696	-4.048
O	2.661	5.44	-2.732
O	6.786	7.032	19.041
O	18.492	-1.857	-0.598
O	46.558	-5.468	19.417
O	0.207	5.422	-0.122
O	13.224	2.442	19.973
O	-1.188	3.695	-2.146
O	10.968	-5.602	-0.008
O	-39.534	7.146	-1.486
O	8.881	5.729	19.953
O	2.693	1.016	-3.516
O	5.346	0.082	0.341
O	8.062	2.805	-0.129
O	2.31	3.82	-0.669
O	2.805	-8.187	0.266
O	16.212	-2.891	17.104
O	18.168	6.426	-2.576
O	9.501	-1.397	-2.29
O	3.505	-1.876	19.831
O	-1.573	4.659	19.608
O	6.759	-1.284	-1.149
O	9.659	0.986	-1.105
O	12.514	3.122	-0.944
O	8.887	6.307	-1.135
O	9.44	3.054	-3.334
O	1.494	1.473	18.764
O	13.508	-2.749	0.055
O	-0.082	0.062	-0.097
O	9.564	-3.435	-0.682
O	11.369	-1.368	-0.524
O	14.556	1.196	-0.675
O	41.533	7.858	-4.189
O	17.609	-1.009	18.138
O	-43.211	1.332	-6.083
O	20.673	0.932	18.166
O	40.353	-1.202	17.73
O	37.501	-5.506	20.509
O	33.749	3.413	17.491
O	19.356	5.519	17.11
O	24.683	-4.22	-6.635
O	20.82	-6.691	19.274
O	23.084	-7.298	18.063
O	20.214	-4.099	18.319
O	21.788	-2.237	17.529
O	30.394	0.216	-6.207
O	24.647	-1.817	20.584
O	27.571	2.834	16.854
O	21.915	2.708	16.742
O	23.469	4.373	17.942
O	30.528	-6.469	-5.857
O	29.4	7.518	-5.975
O	24.101	7.47	-3.085
O	24.705	-5.536	17.07
O	26.609	-3.854	17.88
O	28.328	-1.849	17.796
O	31.508	2.047	17.65
O	30.045	-0.03	16.96
O	26.68	7.892	19.764
O	25.8	1.378	17.916
O	30.024	7.731	20.623
O	31.434	6.427	17.688
O	33.054	-8.033	16.782
O	29.021	-4.091	19.002
O	31.304	-4.464	17.777
O	-49.915	-7.7	-6.28
O	41.773	-3.326	-4.892
O	24.985	3.228	19.711
O	23.045	-7.794	-0.876
O	52.936	4.784	-5.79
O	22.279	7.606	20.108
O	28.002	-5.055	-5.179
O	31.778	-4.017	-5.778
O	-21.551	6.7	-5.874
O	22.559	2.3	19.382
O	22.785	4.641	20.468
O	25.743	-1.983	-2.697
O	34.132	2.598	-3.879
O	27.105	1.662	20.244
O	25.028	2.653	-3.512
O	36.247	-3.792	-1.395
O	26.034	-5.21	20.697
O	17.741	-3.302	-2.588
O	26.174	-2.261	-5.345
O	29.153	7.46	-3.377
O	24.602	-7.331	20.758
O	21.808	-7.522	-3.202
O	29.585	2.641	-5.48
O	64.58	8.091	-6.578
O	28.575	-7.706	-1.031
O	33.568	6.558	-5.552
O	21.886	-2.899	20.06
O	20.127	6.373	-0.973
O	26.709	7.438	-2.523
O	67.925	2.49	-3.545
O	28.034	5.873	20.46
O	25.637	-5.062	-4.138
O	48.953	-1.156	18.498
O	-41.298	3.043	-6.725
O	24.936	6.474	-0.898
O	19.201	1.025	-0.898
O	-38.731	7.844	-3.94
O	27.009	5.27	-0.068
O	28.299	3.197	-0.977
O	-28.152	4.15	-2.739
O	20.089	-2.196	-2.774
O	20.553	1.306	20.761
O	37.913	-5.143	-2.866
O	36.723	-3.056	-3.959
O	-23.793	6.81	20.1
O	25.043	6.907	-5.93
O	22.689	1.684	-5.197
O	21.631	-5.698	-0.098
O	34.524	0.704	-5.708
O	24.015	-6.235	-2.601
O	27.306	3.46	-4.343
O	-57.366	0.302	19.617
O	-9.017	4.841	-5.977
O	-21.019	1.994	-4.369
O	16.098	-5.106	-3.28
O	23.463	-4.757	20.656
O	25.597	1.135	-1.409
O	27.183	-2.467	20.049
O	-18.296	3.646	17.999
O	-23.628	2.07	-4.288
O	32.843	0.353	-3.577
O	27.353	-8.023	16.827
O	25.569	5.196	-3.167
O	31.222	7.507	-1.225
O	50.016	-2.16	20.578
O	32.121	-2.07	-4.128
O	28.063	-1.194	-3.728
O	20.63	-6.171	-5.212
O	16.39	-6.194	-0.809
O	31.499	-4.526	-1.218
O	30.822	-6.083	19.757
O	33.606	0.779	18.197
O	19.237	-7.696	-3.586
O	18.456	4.242	-0.973
O	64.09	-4.475	-1.671
O	-19.22	7.439	-2.919
O	29.705	3.514	-3.087
O	-60.918	4.303	-2.782
O	16.375	5.127	0.211
O	29.615	4.463	17.447
O	-41.239	-1.717	20.62
O	19.769	-1.696	19.32
O	27.024	-5.637	-0.231
O	19.784	-4.103	-1.049
O	30.469	5.317	19.826
O	51.283	-5.554	-2.884
O	21.491	-0.239	-0.271
O	24.03	2.888	-0.203
O	-60.069	2.178	-4.017
O	18.455	-7.735	-1.016
O	43.054	-2.265	19.345
O	24.225	-6.87	-6.303
O	41.563	4.706	-6.117
O	-53.546	7.875	-3.304
O	-54.318	0.272	-3.724
O	20.261	2.938	-5.026
O	23.556	-1.773	-1.079
O	-35.807	0.568	-5.727
O	25.069	4.323	-5.562
O	28.994	5.241	-4.944
O	12.623	4.971	17.434
O	56.89	-2.32	18.401
O	5.538	6.561	-6.259
O	-55.979	-6.699	-2.556
O	28.256	-0.973	-1.165
O	16.398	-0.383	0.173
O	25.263	-3.789	-0.904
O	-3.779	4.698	18.122
O	30.638	2.038	-1.05
O	54.52	3.641	-4.036
O	35.152	-1.249	19.057
O	40.027	-1.438	-5.571
O	35.096	1.145	20.222
O	50.732	0.784	18.945
O	50.67	5.407	19.687
O	49.882	4.015	17.483
O	37.592	6.69	17.392
O	36.818	-3.109	19.806
O	35.195	-6.026	16.838
O	37.176	-4.77	17.887
O	39.301	-3.996	-5.591
O	59.796	-8.104	16.309
O	49.301	-1.659	-6.046
O	24.09	-1.062	18.065
O	41.914	0.905	17.607
O	36.862	0.917	17.843
O	38.392	2.686	17.003
O	46.292	-5.885	-6.424
O	-2.804	6.871	19.673
O	38.286	3.972	-1.27
O	39.674	-7.151	18.063
O	41.068	-5.565	16.71
O	43.055	-3.852	17.298
O	44.276	-1.502	17.207
O	46.361	-0.087	16.476
O	48.644	1.104	17.224
O	46.066	-7.932	19.278
O	45.023	4.418	17.355
O	44.011	-6.212	19.424
O	47.077	6.594	17.621
O	48.874	-8.061	16.561
O	45.313	-3.366	18.63
O	45.377	-6.427	17.244
O	47.367	-4.298	17.242
O	49.03	-2.65	16.112
O	48.614	7.994	-6.054
O	39.265	-7.679	-1.126
O	47.816	-3.178	19.556
O	39.556	4.873	17.517
O	-7.594	1.24	-3.927
O	49.765	-7.717	-3.377
O	43.796	-4.211	-6.181
O	41.733	5.312	-3.599
O	66.963	3.591	-1.411
O	41.966	-1.355	-2.63
O	53.7	2.329	-6.173
O	43.52	0.752	-3.293
O	-9.753	-7.43	17.693
O	-48.856	-8.049	16.623
O	40.25	-7.63	20.709
O	60.873	7.546	-6.565
O	18.702	-5.891	17.141
O	57.018	-4.859	19.175
O	44.756	-6.864	-4.636
O	39.555	6.794	19.172
O	-19.232	-4.678	-5.052
O	49.78	0.938	-5.878
O	67.581	4.977	20.262
O	49.491	-6.296	-1.197
O	49.688	3.214	-4.366
O	-17.588	-3.949	18.091
O	-38.821	-1.216	18.971
O	-3.976	4.664	-5.303
O	48.823	-5.271	-3.622
O	42.646	5.712	17.55
O	30.542	-0.753	-2.589
O	-61.053	1.954	-1.554
O	-29.962	-8.137	-0.498
O	39.548	6.656	-2.828
O	43.761	-4.647	-3.571
O	61.552	4.422	17.528
O	43.329	5.344	-0.555
O	54.535	-5.348	19.818
O	33.628	5.154	-3.403
O	37.352	6.768	-1.269
O	41.555	-0.282	19.957
O	50.585	6.649	-5.013
O	53.43	7.809	-6.429
O	51.542	6.817	-2.61
O	50.397	-1.654	-1.378
O	-59.47	7.498	-5.769
O	37.808	-5.605	-0.257
O	51.506	1.742	-3.494
O	58.088	-2.846	20.596
O	62.135	-1.658	20.52
O	56.946	5.227	19.306
O	44.802	-6.633	-1.987
O	-32.841	4.822	20.2
O	-26.917	-7.573	20.863
O	39.573	1.116	-5.257
O	-9.122	4.187	18.181
O	-14.758	-0.913	-1.683
O	40.481	2.645	-0.487
O	-48.66	-0.364	19.962
O	50.043	-0.658	-3.786
O	43.667	7.978	16.576
O	37.751	-6.107	-5.287
O	46.93	7.028	-4.109
O	-28.922	5.952	17.329
O	51.147	-7.345	-5.931
O	-29.077	1.492	-1.233
O	33.926	-6.031	-5.61
O	35.223	8.057	-0.369
O	47.857	-3.824	-1.722
O	56.212	2.083	-5.282
O	49.269	3.151	19.762
O	-8.84	5.924	20.174
O	-51.777	-7.163	-4.595
O	45.948	3.581	-6.432
O	54.101	1.082	-3.885
O	-20.932	-0.989	17.705
O	-1.902	0.194	-4.748
O	32.452	5.393	-0.361
O	42.16	0.748	-1.119
O	33.931	3.515	-1.379
O	-2.361	-7.749	-3.158
O	43.222	-5.32	-0.509
O	-12.043	0.888	17.885
O	7.736	1.67	19.852
O	36.49	1.983	-1.27
O	37.898	-0.049	-0.4
O	-49.421	-2.456	-6.086
O	58.844	1.071	-1.309
O	-25.729	-7.635	-6.73
O	-50.37	2.157	-6.333
O	57.09	2.908	-0.626
O	53.853	6.126	-3.721
O	44.25	-0.854	-1.412
O	18.793	2.445	-2.995
O	37.709	-7.801	-3.239
O	39.868	-1.606	-1.061
O	66.749	2.511	-6.704
O	61.411	3.779	-1.739
O	47.544	5.64	-6.188
O	44.926	3.478	-1.446
O	65.989	-1.7	-1.711
O	-13.539	8.124	-0.322
O	-23.41	7.402	-1.08
O	45.962	-2.591	-0.536
O	32.253	0.186	-0.186
O	41.443	-3.657	-1.424
O	65.424	2.002	-2.81
O	48.746	0.209	-0.64
O	65.306	-5.046	-4.004
O	50.696	-0.581	16.725
O	54.63	-1.627	-5.08
O	51.329	-2.921	-3.412
O	64.905	1.223	-5.16
O	-43.362	4.927	19.439
O	65.843	3.937	17.461
O	51.602	5.391	16.206
O	50.208	-3.641	18.466
O	50.371	-5.94	17.147
O	52.456	-4.284	17.278
O	54.304	-2.56	16.551
O	55.794	-0.412	17.351
O	66.879	-5.816	-5.992
O	-33.381	0.779	-4.438
O	63.488	2.527	-1.048
O	54.373	2.861	16.371
O	56.138	4.72	17.002
O	-56.463	4.644	-3.877
O	59.785	4.526	-4.232
O	55.77	5.184	-1.348
O	55.643	-6.55	17.707
O	57.32	-5.243	16.365
O	59.047	-3.431	17.269
O	61.157	-4.006	18.707
O	62.546	-0.02	16.352
O	-59.44	-1.663	-5.075
O	60.902	6.675	18.776
O	59.774	2.542	16.691
O	63.326	-7.085	-3.312
O	63.059	6.561	17.166
O	65.13	-8.143	16.527
O	50.243	3.481	-1.708
O	61.284	-6.208	17.198
O	63.341	-4.632	17.31
O	65.076	-2.854	16.387
O	42.164	-5.965	-4.989
O	56.142	-6.688	-1.471
O	-61.783	-4.53	17.437
O	53.632	-7.63	19.025
O	55.23	-4.153	-5.339
O	64.456	6.057	-4.983
O	56.181	-6.181	-6.642
O	-9.75	1.072	-5.439
O	58.288	6.267	-5.428
O	58.435	-1.288	-2.39
O	-26.928	1.837	19.204
O	-8.927	-4.494	20.266
O	60.587	2.335	-5.462
O	-62.066	-2.301	-3.687
O	-40.884	3.112	-0.483
O	53.262	6.637	17.538
O	51.88	-0.842	-5.616
O	56.905	-2.631	-6.426
O	60.813	-7.647	-1.428
O	-18.39	4.938	-2.196
O	53.316	-5.921	-5.808
O	-2.952	2.22	-3.373
O	-41.73	-3.776	18.929
O	60.731	-6.686	-3.771
O	-58.134	4.688	17.164
O	2.271	-1.442	-3.751
O	53.679	7.474	-1.501
O	59.876	7.074	-3.4
O	64.29	-2.699	-3.547
O	58.128	6.441	17.309
O	52.789	-3.336	-5.83
O	51.228	7.948	19.592
O	60.83	-0.287	-5.713
O	58.451	-7.22	-2.611
O	54.323	6.4	20.051
O	58.126	-7.525	-5.776
O	59.745	5.503	-0.546
O	62.828	1.942	-3.462
O	52.002	4.272	-3.411
O	-11.832	-1.52	-5.379
O	53.135	1.15	20.166
O	66.819	7.036	-5.915
O	29.869	-2.237	-5.532
O	-34.429	-6.633	-2.895
O	-5.236	-7.947	-4.574
O	-4.553	-1.896	17.784
O	54.242	-5.375	-0.404
O	-7	-6.198	19.366
O	21.01	7.433	17.792
O	-28.761	-7.241	18.978
O	-11.961	1.438	-1.534
O	-55.476	-1.237	-1.913
O	-52.721	-5.27	20.092
O	65.31	6.02	20.752
O	-33.617	6.623	-1.853
O	58.443	0.883	-5.902
O	45.849	2.823	-3.859
O	56.72	-2.639	-3.771
O	64.078	-0.228	-3.03
O	66.237	-1.019	-4.161
O	-4.79	-5.999	-6.444
O	56.245	7.536	-2.978
O	64.035	7.36	-1.715
O	-34.149	-2.907	19.791
O	65.695	-6.942	-1.674
O	-5.922	5.825	-3.989
O	56.558	-6.325	-4.063
O	-33.727	-0.359	20.332
O	8.354	-2.507	-6.253
O	62.406	-6.11	19.465
O	64.033	1.976	17.182
O	-45.445	-3.725	-1.357
O	49.075	6.065	-3.006
O	2.927	7.701	-6.397
O	-29.146	2.092	20.681
O	10.019	7.239	-3.831
O	63.799	8.068	20.131
O	48.848	5.419	-0.429
O	-61.423	1.641	-6.215
O	-12.048	-0.899	-2.818
O	-23.98	-7.346	-3.137
O	59.691	-5.401	-0.609
O	-23.805	-4.305	-6.802
O	63.07	5.526	19.533
O	53.012	1.76	-1.515
O	54.407	-0.023	-0.416
O	59.244	5.484	20.509
O	67.855	0.234	19.36
O	51.547	-7.868	-0.423
O	52.426	-3.723	-1.255
O	51.686	-5.718	19.292
O	33.063	-1.54	-1.732
O	59.773	0.628	-3.603
O	64.188	-0.252	19.827
O	67.935	-4.887	-3.707
O	56.064	-1.82	-1.369
O	-40.029	-6.378	-3.246
O	-22.534	1.053	-1.226
O	-2.679	2.558	-6.046
O	-34.694	5.672	-4.09
O	57.64	7.051	-0.957
O	58.395	3.449	-6.272
O	-19.625	-0.097	19.835
O	62.476	-2.605	-0.729
O	1.322	3.241	-2.946
O	57.885	-3.71	-1.577
O	60.817	-0.692	-1.532
O	-54.284	-7.949	16.452
O	-45.184	4.41	-2.328
O	66.657	-1.319	17.632
O	66.46	-4.024	18.756
O	-61.424	1.021	17.285
O	-47.747	3.512	17.501
O	-47.657	1.874	19.65
O	-33.431	7.765	-6.399
O	-62.562	5.361	16.691
O	-30.977	-3.675	-5.202
O	-10.726	-4.745	-3.331
O	-61.07	-7.791	18.93
O	-59.868	-2.742	16.571
O	-57.963	-1.05	17.392
O	-38.147	1.383	19.08
O	-26.438	5.064	17.716
O	-56.303	0.993	17.335
O	-59.769	2.773	16.4
O	-61.626	-2.081	18.706
O	-52.565	3.406	-1.663
O	35.136	-6.375	20.349
O	-59.453	4.69	19.475
O	-57.885	6.598	18.905
O	-57.167	-5.344	16.67
O	-55.443	-3.448	17.316
O	-53.362	-1.842	17.279
O	-51.787	0.045	16.458
O	-49.711	0.955	17.705
O	-54.964	-5.539	18.879
O	-54.425	2.686	16.632
O	35.215	-0.533	16.502
O	-50.762	6.907	17.669
O	-17.829	2.618	-0.87
O	-53.9	-3.008	19.474
O	-52.781	-6.03	17.457
O	-50.678	-4.038	17.568
O	-47.755	-0.818	17.52
O	-1.094	-2.193	-5.582
O	-58.122	-7.606	-1.437
O	-22.42	6.84	-3.454
O	-18.869	0.488	-4.712
O	-14.247	-1.126	-4.248
O	-47.838	-7.677	-3.464
O	-58.278	-6.609	-6.55
O	-26.551	6.672	-5.256
O	-2.598	-2.733	-0.243
O	0.556	-6.155	-2.982
O	-54.866	4.471	-6.117
O	-33.662	6.258	17.919
O	-55.488	-3.395	-6.115
O	-50.231	4.608	-5.61
O	-51.896	-5.773	-6.744
O	-60.212	6.316	17.514
O	-54.182	-5.319	-0.685
O	-56.77	-2.315	-3.882
O	0.489	6.708	-5.943
O	-32.201	5.697	-4.068
O	-56.866	7.62	-6.016
O	-52.749	1.372	-5.545
O	-51.245	-3.177	20.034
O	-45.017	1.926	-1.449
O	-9.946	-6.735	-4.949
O	-57.422	-1.18	-6.724
O	-60.756	6.621	-1.616
O	-12.872	-3.222	-3.749
O	-50.457	-4.02	-1.688
O	-55.609	6.836	17.935
O	-60.634	-3.481	-6.513
O	-43.58	-2.762	16.718
O	-55.198	1.12	-6.132
O	43.584	2.554	16.478
O	43.449	3.921	19.436
O	-55.319	-6.817	-5.144
O	-54.201	5.272	-0.633
O	-50.661	4.544	-3.006
O	64.459	3.616	-5.831
O	-16.788	-3.847	-5.704
O	-38.404	0.734	-3.556
O	22.39	-0.29	19.856
O	-44.378	-7.566	-5.936
O	-28.227	0.226	-3.324
O	32.999	-2.609	16.853
O	-37.195	5.353	-4.138
O	-59.739	-5.563	-0.717
O	-11.311	5.097	20.007
O	-58.089	-3.807	-5.647
O	-54.01	5.355	-3.838
O	3.943	3.04	-2.608
O	-52.231	-6.869	-1.75
O	-14.599	1.251	-3.387
O	-32.065	-6.591	-1.379
O	-19.159	5.383	19.704
O	48.521	3.197	-6.711
O	43.936	4.425	-4.893
O	0.619	-0.053	-5.124
O	32.913	-4.815	-3.436
O	-50.663	-0.169	-5.216
O	-23.605	-7.241	18.67
O	52.973	-7.743	-3.953
O	-49.361	7.301	-1.723
O	24.743	0.65	20.069
O	-48.915	7.174	19.539
O	-29.123	1.77	17.96
O	-59.828	-0.424	19.542
O	39.28	-4.124	19.335
O	-49.582	-1.567	-1.794
O	44.723	6.25	19.025
O	40.822	-2.631	20.775
O	-58.192	-7.203	-4.061
O	-0.332	-3.053	16.932
O	-7.569	7.852	-3.401
O	12.281	-6.304	-6.485
O	-11.639	4.707	-2.885
O	-53.532	-7.718	19.261
O	65.31	5.417	-0.593
O	-52.737	4.373	17.748
O	-23.226	6.623	17.664
O	-58.924	0.825	-5.847
O	37.849	3.114	-5.694
O	-10.634	-0.481	-0.595
O	-52.74	3.309	20.143
O	-39.721	-7.74	18.652
O	-59.733	-0.057	-0.636
O	-57.227	2.899	-0.506
O	-59.261	4.654	-0.779
O	67.904	-8.177	-0.744
O	-60.118	-4	-3.974
O	-25.589	-1.073	17.869
O	-46.972	6.309	-2.78
O	-14.667	-5.412	-5.66
O	66.771	-3.277	-5.394
O	-8.737	-4.461	-5.206
O	-58.015	-1.827	-1.581
O	-55.627	1.373	-1.686
O	-57.291	4.301	-6.748
O	-51.834	6.384	-4.668
O	-15.554	-6.515	-1.022
O	-56.558	5.785	-1.401
O	52.868	1.179	17.545
O	-62.324	2.798	19.111
O	-52.152	-2.074	-1.511
O	65.133	0.33	-0.451
O	-56.126	-3.676	-1.574
O	-53.461	0.09	-1.147
O	-50.243	2.382	-1.307
O	-26.522	2.189	-2.824
O	-9.774	0.333	-2.918
O	-48.701	-3.502	19.197
O	-45.709	1.856	17.761
O	-31.211	0.748	20.01
O	-27.758	3.746	-6.427
O	-33	2.398	16.552
O	-46.139	5.433	16.68
O	-46.599	-5.044	19.751
O	-47.17	-6.289	17.536
O	-45.06	-4.765	17.625
O	-54.232	7.226	-5.754
O	-41.91	-1.336	18.016
O	41.824	7.116	-1.666
O	-36.747	-3.014	19.206
O	-39.81	0.678	17.27
O	-43.575	2.891	16.638
O	-41.953	4.827	17.244
O	60.049	-1.553	18.972
O	-35.342	-6.808	-6.801
O	-41.258	7.597	-3.344
O	-42.273	-6.261	17.98
O	-40.44	-5.234	16.653
O	-38.677	-3.362	17.435
O	-36.915	-1.344	17.301
O	-24.018	0.001	-5.947
O	-35.125	0.378	16.561
O	51.139	2.999	-6.599
O	-38.194	2.739	16.542
O	-38.022	-5.85	19.425
O	-14.389	1.471	-5.991
O	-32.597	-8.049	16.793
O	1.737	-1.568	17.81
O	-36.333	-6.314	17.453
O	-34.829	-3.895	17.506
O	-32.699	-2.499	16.833
O	-15.446	-0.366	20.853
O	-41.797	-6.984	-1.458
O	32.982	7.734	-3.201
O	-43.846	7.14	20.599
O	-46.399	7.331	20.229
O	-30.378	-6.255	-5.298
O	-41.211	-6.328	-6.436
O	-43.371	4.266	-5.737
O	46.921	6.255	20.341
O	-38.845	1.541	-1.233
O	-26.949	1.495	-5.378
O	-21.787	-5.312	-5.42
O	-5.644	1.177	-5.685
O	37.776	2.53	19.682
O	-39.182	6.405	19.98
O	3.091	0.037	-5.866
O	-47.655	-3.079	-2.738
O	-41.305	-1.765	-5.924
O	-33.775	2.357	20.779
O	-45.979	4.529	-5.384
O	-42.671	-6.667	-3.951
O	-34.178	2.56	-6.251
O	-43.679	-2.365	19.751
O	-6.568	-5.727	-4.391
O	-48.073	3.016	-5.582
O	-35.287	2.396	-3.788
O	-44.7	6.852	-1.545
O	-13.216	-5.709	-3.368
O	-32.281	-5.359	-3.652
O	55.973	7.215	-6.398
O	-42.684	-3.375	-4.298
O	-44.464	6.29	-6.713
O	-14.429	-6.507	17.59
O	-44.466	-5.21	-5.053
O	-41.342	5.73	-6.407
O	-38.723	-6.204	-5.471
O	-37.849	5.447	-0.57
O	-36.098	3.645	-1.522
O	56.508	-7.185	20.218
O	14.817	3.912	18.377
O	-44.883	-0.296	20.632
O	37.604	5.084	19.452
O	17.553	5.368	20.479
O	-30.297	7.536	-4.555
O	39.832	-2.772	-3.328
O	-0.367	2.561	20.224
O	-43.501	-5.308	-0.492
O	-20.27	5.074	17.29
O	-31.663	-1.851	19.887
O	-27.407	-3.449	-3.317
O	42.02	2.774	-4.306
O	-36.112	-7.102	-1.033
O	-21.728	-8.129	16.418
O	14.689	-0.427	-5.375
O	47.583	-3.579	-6.711
O	52.438	-0.586	-2.688
O	-15.054	-7.633	20.818
O	-40.462	-2.247	-3.546
O	-33.613	4.03	-2.466
O	-31.661	-1.116	-4.772
O	-37.992	-8.124	16.461
O	-39.737	5.436	-3.569
O	-17.274	4.928	-6.14
O	-15.777	4.084	17.442
O	-28.297	-7.776	-5.992
O	0.649	3.768	17.937
O	-5.362	-1.292	-6.677
O	-48.652	-5.501	-0.561
O	-33.673	-4.496	-1.524
O	-35.466	-5.237	19.647
O	-34.555	3.911	18.535
O	-45.175	-7.31	-3.482
O	-19.012	6.757	-5.614
O	-18.511	-4.151	20.567
O	67.183	7.575	19.71
O	13.326	5.463	19.855
O	-36.296	-7.807	19.58
O	-48.652	5.285	-0.421
O	-36.748	4.646	17.443
O	-47.247	3.255	-1.258
O	34.53	-3.56	-5.252
O	-38.027	-5.334	-0.489
O	-22.109	4.412	-4.36
O	-35.982	5.895	19.546
O	47.717	-2.885	-4.231
O	-43.427	0.105	-0.547
O	-24.377	-5.046	17.445
O	-5.152	-3.32	19.875
O	-46.637	-7.108	-1.239
O	-28.755	-4.818	17.702
O	-40.354	-4.139	-5.289
O	-8.513	-1.072	-4.995
O	3.627	3.102	18.843
O	-44.208	-2.933	-6.344
O	-6.155	8.108	17.774
O	-41.797	-1.831	-1.295
O	16.729	1.174	-2.147
O	-38.363	1.161	-6.086
O	-36.1	7.533	-2.935
O	8.159	7.256	-5.704
O	13.268	7.362	-2.983
O	-29.38	-1.612	-5.938
O	-6.828	-1.4	19.047
O	-35.295	-2.509	-0.735
O	-48.736	0.449	-0.288
O	-39.779	-3.55	-1.375
O	-36.935	-0.409	-1.481
O	-34.265	1.757	-1.421
O	-23.387	-1.395	-1.425
O	66.952	-1.779	20.407
O	25.886	0.187	-3.999
O	65.011	2.295	19.534
O	-16.04	-2.349	16.792
O	-16.334	2.672	19.484
O	-30.098	5.797	-2.755
O	28.904	6.821	18.302
O	-29.899	-5.131	20.013
O	-30.898	-6.293	17.77
O	-46.181	3.877	19.575
O	-27.263	-2.806	16.845
O	-24.186	-2.342	19.688
O	46.734	-1.113	-6.1
O	-22.259	0.311	19.694
O	-23.198	1.352	17.62
O	-27.281	2.903	16.554
O	40.31	-7.162	-6.185
O	-14.531	4.521	20.187
O	-21.485	-2.076	19.952
O	-14.008	-0.36	16.778
O	-26.065	-6.871	17.824
O	-38.782	3.266	-4.624
O	-13.646	-2.194	20.737
O	-8.833	-2.299	-1.102
O	-18.961	0.24	16.629
O	-2.966	-3.977	-6.436
O	-21.465	7.91	19.336
O	-21.624	2.946	16.55
O	-20.204	-6.202	20.325
O	27.706	-6.552	-3.119
O	-16.323	-8.146	16.776
O	-16.183	-2.87	20.099
O	-8.877	0.129	19.81
O	57.504	-0.315	19.784
O	22.018	4.983	-0.003
O	-16.552	7.444	-6.281
O	-25.954	-7.234	-1.467
O	22.93	-5.135	-4.708
O	-8.989	-7.44	-1.293
O	-31.074	1.422	-5.502
O	-14.637	-7.671	-4.255
O	-3.676	3.619	-1.187
O	-24.017	5.879	-5.353
O	-25.493	-5.196	-2.978
O	15.351	5.908	-3.823
O	4.207	-3.278	-3.262
O	36.061	4.011	-2.826
O	37.009	0.696	-4.938
O	-46.341	-2.439	19.845
O	-22.64	-4.176	20.71
O	-27.418	7.948	16.472
O	-29.699	-2.272	-3.44
O	-25.301	-2.181	-6.733
O	3.378	1.194	-0.938
O	-25.262	-5.656	19.965
O	-30.048	4.003	-0.874
O	63.31	-0.293	-6.548
O	9.583	0.943	18.202
O	37.197	-0.628	20.442
O	-22.737	-0.243	-3.569
O	0.795	-6.993	-6.305
O	-13.607	3.585	-4.35
O	-58.685	5.712	-3.049
O	-15.855	-5.473	-3.36
O	66.065	4.31	-3.851
O	-19.975	-6.805	17.806
O	-40.571	-5.731	20.05
O	-25.358	-0.046	20.278
O	32.933	-0.355	20.45
O	-46.668	-5.29	-3.168
O	-28.922	-3.423	-1.159
O	-21.695	5.512	-0.303
O	-50.859	5.126	19.499
O	4.16	7.012	-4.104
O	-30.109	-0.859	-1.339
O	-25.443	0.116	-3.766
O	-13.965	7.219	-6.4
O	-11.625	5.189	-5.358
O	-13.594	6.191	-3.989
O	-17.899	-6.702	-2.328
O	-59.221	2.12	19.868
O	-27.195	-5.258	-0.364
O	-16.73	-0.537	-3.375
O	-25.998	-4.223	-5.348
O	-1.52	4.94	-6.387
O	-26.846	-2.123	19.96
O	-20.086	-7.389	-1.022
O	-20.845	-0.923	-1.564
O	-29.693	-4.855	-3.215
O	-29.173	-0.857	19.729
O	-45.111	-7.14	18.974
O	11.945	4.366	-6.504
O	31.15	-6.623	-2.764
O	-27.765	6.644	19.554
O	35.5	5.229	16.737
O	-18.744	2.603	-3.252
O	-61.395	-3.762	-1.644
O	-16.435	0.39	-0.368
O	-12.14	-8.096	-4.872
O	67.733	-6.03	19.469
O	-10.131	7.243	-6.207
O	-41.62	6.807	18.859
O	-23.699	-3.898	-1.242
O	-17.172	-4.413	-1.324
O	13.587	6.289	-5.695
O	-16.835	1.67	17.146
O	-16.579	-0.113	-5.83
O	-4.383	-0.951	-1.082
O	2.326	8.111	-2.613
O	-1.671	-6.539	-5.326
O	-1.161	-6.784	-1.062
O	-18.922	7.977	19.77
O	-32.213	5.392	-0.251
O	-37.183	-6.442	-3.36
O	7.489	-6.08	-5.871
O	-30.901	0.793	-3.106
O	-21.766	-5.459	-0.367
O	-19.084	2.966	-5.822
O	58.187	-4.767	-5.627
O	26.52	-7.321	-5.263
O	-27.171	-0.008	-0.302
O	-24.337	2.733	-0.343
O	-25.887	4.405	-4.085
O	-8.1	2.658	-0.209
O	-45.292	-3.086	-3.894
O	-48.884	-2.777	16.252
O	11.975	-0.846	20.262
O	-12.18	1.512	-4.746
O	-11.31	-3.264	20.788
O	-36.828	3.469	19.897
O	-25.764	-2.148	-1.017
O	-24.829	-2.778	-3.352
O	-22.413	2.92	-6.407
O	18.207	0.2	20.376
O	-20.263	3.492	-1.209
O	-46.35	2.498	-3.685
O	-10.676	-5.634	-0.324
O	-19.031	-2.641	-0.584
O	-32.414	0.146	-0.519
O	44.124	1.903	-5.569
O	20.164	4.61	-2.909
O	-7.228	0.961	17.966
O	33.107	2.779	19.854
O	-2.505	-5.051	16.988
O	-0.457	-4.604	-6.641
O	-22.475	-3.501	18.031
O	-42.955	5.243	-0.454
O	-28.412	4.084	19.166
O	58.229	0.246	17.351
O	-13.692	5.488	16.769
O	-13.872	-5.387	19.846
O	55.615	-3.309	20.75
O	-12.907	-4.336	17.613
O	-10.938	-2.727	16.904
O	-8.966	-1.007	17.51
O	-5.004	-7.63	20.152
O	37.672	-7.769	19.531
O	28.724	1.133	-2.626
O	-11.377	3.284	17.429
O	6.616	5.091	-0.755
O	-34.45	7.397	20.983
O	-7.037	7.22	-5.917
O	-11.722	6.318	-0.921
O	-17.954	6.271	17.539
O	-8.206	-5.451	16.823
O	-6.562	-3.621	17.705
O	31.271	6.235	-4.378
O	-2.813	-0.066	17.057
O	-0.986	1.666	17.872
O	-3.939	-5.794	-4.041
O	-38.844	5.671	-6.068
O	-40.668	1.362	-4.883
O	-1.726	6.136	17.469
O	-0.064	-8.11	17.006
O	7.05	7.31	-2.6
O	42.026	0.291	-5.29
O	1.54	-1.528	-1.179
O	38.173	2.338	-3.275
O	-11.945	7.321	17.571
O	-7.254	3.801	20.061
O	13.351	4.841	-2.59
O	-6.711	-1.305	-2.286
O	-24.334	2.216	19.685
O	28.473	-6.47	20.328
O	-21.879	2.84	19.725
O	-58.971	-7.099	17.646
O	58.874	8.001	19.83
O	15.426	4.503	-6.148
O	-4.577	-6.223	18.041
O	1.021	4.145	-6.388
O	-12.413	-4.083	-1.371
O	-57.29	-4.841	20.047
O	-18.381	-2.027	-4.997
O	18.879	7.477	-6.807
O	-11.594	2.518	20.029
O	-6.195	-3.375	-5.259
O	-17.055	6.373	-3.933
O	-7.362	6.879	-1.03
O	6.059	-1.57	20.253
O	-0.618	2.464	-4.429
O	-10.74	7.738	19.811
O	-7.161	5.79	18.134
O	41.761	-4.896	19.797
O	-11.978	-6.58	18.592
O	-56.655	7.289	-3.337
O	5.872	4.436	18.214
O	-56.765	-7.309	18.999
O	-30.927	-0.669	17.691
O	-29.927	5.013	-5.337
O	-35.999	7.381	-5.494
O	65.522	-8.181	-3.95
O	-9.644	6.584	-2.476
O	55.712	7.154	18.007
O	64.334	-3.053	19.826
O	-5.374	5.371	-0.231
O	35.584	3.735	20.508
O	-43.126	-5.553	20.348
O	-45.684	2.1	-6.244
O	-11.268	-0.699	20.81
O	2.842	-6.066	19.842
O	-20.103	-7.197	-5.871
O	20.114	4.622	20.256
O	-55.573	-1.206	18.585
O	35.949	-1.503	-5.957
O	60.869	4.764	-6.497
O	39.51	0.994	18.704
O	-51.131	2.069	-3.704
O	8.532	-4.3	-4.283
O	-1.685	6.976	-1.091
O	-3.652	-7.567	-0.883
O	8.806	6.274	17.49
O	-50.797	-2.43	-3.861
O	15.773	2.61	20.456
O	-13.755	3.059	-0.353
O	33.152	-6.931	-1.181
O	-7.713	-3.611	-3.113
O	-39.503	6.286	17.388
O	-0.271	-1.576	-3.209
O	4.408	7.239	17.889
O	-15.858	5.103	-0.263
O	-53.308	5.944	19.816
O	-39.393	-0.94	-1.641
O	29.698	-2.885	-0.262
O	5.745	3.208	20.479
O	1.626	-3.601	-2.677
O	-0.523	-4.299	-0.952
O	-31.919	4.282	17.816
O	11.603	-1.811	17.883
O	-9.821	4.428	-1.063
O	-28.315	6.079	-0.93
O	-5.52	2.81	17.16
O	15.951	1.848	-5.909
O	21.028	-3.601	-5.754
O	-59.607	3.407	-6.344
O	46.925	4.734	-2.578
O	-5.714	3.127	-3.917
O	39.913	-6.467	-3.717
O	18.647	-6.081	20.783
O	-5.278	-5.6	-0.149
O	-59.271	-3.026	19.58
O	62.151	-6.535	-5.817
O	4.788	-1.918	-5.516
O	57.756	5.424	-3.009
O	46.278	-5.005	-3.46
O	64.831	-5.727	20.018
O	-35.898	1.005	20.137
O	-25.011	6.619	-3.062
O	10.809	7.913	16.857
O	29.351	-6.29	17.582
O	-50.215	-1.541	18.312
O	-49.236	6.47	-4.143
O	66.584	1.521	17.513
O	47.163	7.094	-1.486
O	-6.258	0.916	-0.934
O	-55.891	7.292	20.679
O	-51.344	7.59	20.226
O	23.737	-3.59	-2.954
O	62.663	-4.74	-3.934
O	6.815	-6.32	-3.386
O	26.44	6.127	17.972
O	53.468	-4.475	-3.552
O	30.434	-4.063	-3.572
O	-6.531	-3.517	-0.9
O	37.771	-1.677	17.898
O	-2.063	1.571	-0.932
O	-20.289	-6.43	-3.435
O	36.878	-3.935	-6.502
O	32.205	1.978	-5.54
O	-59.723	-5.633	19.697
O	-40.451	0.613	19.874
O	-62.535	-0.993	-5.969
O	61.284	-2.196	16.872
O	-54.573	2.791	-4.164
O	-1.742	-5.148	-3.054
O	-58.946	-8.034	20.363
O	66.718	-6.126	17.142
O	-17.216	7.027	-1.315
O	51.83	3.146	19.055
O	45.96	7.854	-6.377
O	47.171	2.185	-1.59
O	8.542	-0.84	19.839
O	-25.931	4.378	-1.418
O	-43.918	6.665	17.475
O	-16.623	2.49	-6.378
O	3.36	5.203	-5.954
O	-44.54	6.186	-4.086
O	-13.764	2.618	18.645
O	63.531	4.328	-3.251
O	60.954	0.758	20.242
O	-26.456	-7.282	-4.166
O	-53.699	-5.734	-3.509
O	-16.456	-5.526	19.883
O	-48.5	-1.013	-4.069
O	-11.298	-4.65	-5.839
O	35.404	-5.266	-3.489

Results
total energy: -751518.171 eV
total energy less fixed offsets of O -438.25, Si -107.07 eV per atom: 35.109 eV

Forces (eV/angstrom) on atoms 1779 to 2096 of the 3456, counted in the order above; the others are left out for length: element, x, y, z
Si	-0.012	0.013	-0.008
Si	0	0.009	-0.022
Si	-0.019	-0.012	-0.01
Si	-0.001	0.014	-0.004
Si	-0.01	0.033	0.015
Si	-0.016	-0.005	-0.005
Si	0.011	-0.001	-0.004
Si	-0.01	-0.007	0.001
Si	-0.01	0.043	-0.019
Si	0.01	0.013	0.007
Si	0.007	0.01	-0.015
Si	-0.014	-0.023	0.006
Si	-0.02	0.022	-0.015
Si	0.009	0	-0.01
Si	-0.025	-0.011	0.001
Si	-0.005	-0.015	-0.014
Si	-0.012	-0.013	-0.007
Si	0	-0.019	-0.027
Si	-0.001	-0.005	-0.014
Si	-0.007	-0.014	-0.011
Si	-0.006	0.005	-0.012
Si	-0.001	-0.003	-0.022
Si	0.012	0.016	-0.013
Si	0.024	-0.001	-0.006
Si	-0.017	0.007	-0.012
Si	-0.01	0	-0.007
Si	-0.011	0.015	-0.002
Si	0.014	0.01	-0.014
Si	-0.01	0.004	-0.001
Si	-0.007	-0.002	0.018
Si	0.009	0.004	0.003
Si	0.001	-0.025	-0.005
Si	-0.007	-0.012	-0.022
Si	0.005	-0.003	-0.014
Si	0	0.005	0.008
Si	0.02	-0.001	-0.018
Si	-0.028	0.017	-0.006
Si	-0.007	-0.014	-0.011
Si	0.003	0.004	-0.014
Si	0.022	0.006	-0.008
Si	-0.013	0.007	0.026
Si	0.001	-0.015	-0.003
Si	-0.013	0.02	-0.003
Si	0	-0.016	0
Si	-0.02	0.004	-0.009
Si	0.012	-0.018	-0.021
Si	0.001	-0.009	0.009
Si	-0.011	-0.019	0.001
Si	-0.015	0.002	0.004
Si	0.023	0.001	0.007
Si	-0.019	-0.008	-0.002
Si	-0.012	-0.016	-0.026
Si	0.004	0.015	-0.008
Si	0.007	0.012	-0.012
Si	0.003	0.01	-0.018
Si	-0.001	-0.008	-0.019
Si	-0.014	-0.001	-0.018
Si	-0.015	-0.013	-0.008
Si	-0.001	-0.007	0.01
Si	0.015	0.004	-0.02
Si	-0.004	0.013	-0.012
Si	-0.006	-0.039	-0.024
Si	-0.005	0.016	0
Si	0.01	-0.005	-0.007
Si	0.004	-0.014	-0.007
Si	-0.006	-0.031	-0.009
Si	-0.004	-0.005	0.002
Si	0	-0.004	-0.007
Si	-0.002	-0.014	-0.003
Si	0.003	-0.005	-0.014
Si	0.006	0.018	-0.018
Si	0.009	0.008	0.006
Si	0.011	0.011	-0.008
Si	0.01	-0.018	-0.002
Si	-0.02	0.005	-0.011
Si	-0.01	-0.008	-0.033
Si	0	0.007	-0.018
Si	0.013	0.003	-0.016
Si	0.006	0.005	0.007
Si	-0.002	0.006	0
Si	-0.021	0.018	-0.027
Si	-0.001	0.028	-0.021
Si	0.006	0.017	-0.016
Si	-0.001	-0.003	-0.003
Si	0.024	-0.008	-0.009
Si	0.015	-0.002	-0.009
Si	-0.022	-0.003	-0.011
Si	-0.001	0	-0.01
Si	0.007	0.004	-0.008
Si	0.007	-0.005	0.008
Si	-0.009	0.008	-0.012
Si	0.012	0.034	-0.02
Si	0.011	0.016	-0.004
Si	0.014	0.011	0.009
Si	0.008	0.005	-0.003
Si	-0.002	-0.009	-0.005
Si	-0.004	-0.013	-0.012
Si	-0.014	0.024	0.006
Si	-0.003	-0.007	0.003
Si	0.004	0.021	-0.008
Si	-0.007	-0.002	-0.005
Si	-0.013	-0.007	-0.006
Si	0.011	0.022	-0.01
Si	0.014	-0.017	-0.004
Si	-0.009	-0.022	-0.006
Si	0.007	-0.018	-0.005
Si	-0.001	-0.004	0
Si	-0.004	0.014	-0.006
Si	-0.017	-0.024	-0.01
Si	-0.002	0.024	-0.001
Si	0.006	0.014	0
Si	-0.011	-0.021	0.002
Si	0.008	0.004	-0.009
Si	-0.01	-0.01	-0.01
Si	-0.018	-0.005	-0.003
Si	-0.004	0.016	-0.009
Si	-0.011	-0.007	0.001
Si	0.016	0.02	-0.012
Si	-0.004	-0.009	-0.005
Si	-0.011	0.013	-0.023
Si	-0.004	-0.004	-0.01
Si	0.002	0.003	-0.013
Si	-0.019	0.024	-0.016
Si	-0.003	0.003	-0.006
Si	0.004	0.022	-0.019
Si	0.025	0.02	-0.006
Si	0.009	-0.03	-0.007
Si	-0.011	0.029	0.004
Si	-0.01	0.001	0
Si	0.004	-0.01	0.01
Si	-0.003	0.008	0.002
Si	0.016	0.013	-0.016
Si	-0.002	-0.008	-0.017
Si	0.007	-0.01	-0.004
Si	0.002	-0.011	-0.003
Si	-0.001	-0.002	-0.003
Si	-0.007	-0.004	-0.03
Si	-0.013	-0.001	-0.015
Si	-0.006	0.006	-0.013
Si	0.02	0.02	0.008
Si	0.019	0.005	-0.012
Si	0.011	0.013	-0.013
Si	0.02	-0.021	-0.021
Si	0.017	-0.002	-0.006
Si	0.003	0.006	-0.02
Si	-0.004	-0.021	-0.014
Si	-0.004	0.01	0.002
Si	0.022	-0.011	-0.002
Si	-0.008	0.002	-0.002
Si	0.007	-0.014	-0.001
Si	-0.001	0.011	-0.007
Si	0.01	0.014	-0.003
Si	0.022	-0.022	-0.021
Si	-0.021	-0.003	-0.01
Si	0.027	0.02	0.001
Si	-0.004	0.001	-0.001
Si	0.013	0	-0.005
Si	0.001	0.012	0
Si	-0.019	-0.013	-0.014
Si	-0.007	0.017	0.003
Si	0.009	-0.007	-0.006
Si	-0.007	0.012	0.001
Si	-0.003	-0.008	-0.009
Si	-0.015	0.001	0.01
Si	0.007	0.003	-0.004
Si	0.003	-0.002	0.003
Si	-0.014	-0.009	0.003
Si	0.01	-0.008	-0.004
Si	0.008	-0.001	-0.009
Si	0.015	-0.002	-0.003
Si	0.008	0.001	-0.005
Si	0.009	0.014	-0.005
Si	0.004	0.002	-0.014
Si	-0.011	-0.007	-0.015
Si	-0.001	-0.012	-0.002
Si	-0.009	0.011	-0.007
Si	-0.021	0.019	-0.007
Si	0.004	-0.01	0.002
Si	0.004	0.009	-0.014
Si	0.004	0.01	-0.009
Si	0.022	-0.036	-0.011
Si	-0.034	0.014	-0.002
Si	-0.001	0.007	0.008
Si	0.014	0.009	0.005
Si	-0.002	0.011	0.007
Si	-0.003	-0.006	-0.018
Si	-0.003	-0.018	-0.013
Si	0.007	0.021	0.002
Si	0.007	-0.001	-0.018
Si	0.019	-0.003	-0.009
Si	0.012	0.007	-0.014
Si	0.003	0.009	-0.01
Si	0.002	-0.01	-0.015
Si	-0.006	0.001	-0.006
Si	-0.015	0.005	0.002
Si	0.018	-0.011	-0.013
Si	-0.031	-0.007	0.006
Si	0.01	0.016	0.001
Si	0.011	0.012	-0.003
Si	-0.012	-0.023	-0.001
Si	0.017	-0.002	-0.008
Si	0.012	0.009	0.003
Si	0.009	0.006	-0.014
Si	-0.016	0.009	-0.003
Si	-0.01	-0.002	0.002
Si	0.002	0.02	-0.004
Si	0.006	-0.001	-0.004
Si	-0.005	0.022	-0.017
Si	-0.001	0.008	-0.016
Si	-0.009	0.002	0.004
Si	0.01	-0.038	-0.004
Si	0.002	0.001	-0.017
Si	0.01	0.011	-0.006
Si	-0.007	-0.009	-0.006
Si	-0.004	-0.019	-0.002
Si	0.01	-0.004	0.003
Si	0.009	0.032	-0.008
Si	-0.017	-0.016	-0.002
Si	0.003	0.002	-0.01
Si	0.032	-0.007	0.002
Si	-0.022	0.012	-0.005
Si	0.007	-0.007	-0.01
Si	0.002	0.003	-0.012
Si	-0.007	-0.009	0.008
Si	-0.018	-0.009	0.007
Si	-0.021	-0.019	0
Si	-0.007	0.008	-0.013
Si	-0.001	0.009	-0.011
Si	0.003	-0.015	-0.014
Si	-0.008	0.011	-0.008
Si	0	-0.022	0.003
Si	0.001	0.005	-0.009
Si	0.01	-0.005	0.002
Si	-0.011	-0.009	-0.007
Si	0.006	-0.023	-0.018
Si	-0.002	0.01	-0.008
Si	0.008	0.004	-0.006
Si	0.009	-0.031	-0.003
Si	0.005	-0.008	0.002
Si	-0.018	0	0.002
Si	0.018	0.013	-0.007
Si	-0.006	-0.006	0.001
Si	0.008	0.037	0.005
Si	-0.001	-0.013	0.004
Si	-0.004	0.003	-0.009
Si	0.02	0.008	-0.007
Si	0.022	-0.025	-0.01
Si	0.013	0.041	0.003
Si	0.01	-0.003	-0.006
Si	-0.017	-0.01	-0.012
Si	0.011	-0.002	-0.001
Si	0.004	0.021	0
Si	-0.029	0.022	0.007
Si	0.002	-0.031	0.005
Si	-0.003	0.004	-0.015
Si	-0.004	-0.004	-0.005
Si	0.003	-0.018	-0.025
Si	0.011	-0.011	0
Si	0.004	-0.016	0.003
Si	-0.006	-0.002	0.004
Si	0.032	0.023	0.016
Si	-0.016	0.005	-0.001
Si	-0.004	0.029	0.006
Si	0.013	0.008	0.009
Si	0.016	-0.009	-0.008
Si	-0.001	-0.006	-0.009
Si	0.012	-0.023	0.003
Si	-0.005	0.014	0.016
Si	0.007	-0.007	-0.003
Si	-0.01	0.021	0.005
Si	0.002	0.007	-0.002
Si	0.013	-0.033	0.007
Si	0.001	0.004	-0.005
Si	-0.008	-0.005	0.003
Si	-0.022	-0.041	0
Si	0.002	0.001	0.002
Si	0.01	-0.019	-0.014
Si	0.001	0.017	-0.01
Si	-0.008	0.012	-0.005
Si	0.019	0.008	0
Si	-0.007	-0.004	0.019
Si	0.004	-0.011	0.005
Si	0.012	-0.003	0.017
Si	-0.018	-0.003	-0.001
Si	-0.03	-0.012	-0.008
Si	-0.005	-0.021	-0.01
Si	0.019	0.014	0.013
Si	-0.002	0.013	-0.011
Si	-0.009	0.007	0.004
Si	0.03	-0.014	0.009
Si	-0.015	-0.003	0.013
Si	-0.032	0.03	0.017
Si	-0.01	-0.017	0.011
Si	-0.018	0.004	0.008
Si	0.014	-0.005	-0.003
Si	-0.023	-0.002	0
Si	-0.017	0.006	0.004
Si	0.027	0.012	0.002
Si	0	0.006	-0.005
Si	-0.022	-0.012	-0.004
Si	-0.007	0.01	-0.001
Si	0.016	0.02	0.004
Si	0.011	0.002	-0.009
Si	-0.027	-0.034	0.008
Si	0.001	-0.004	-0.001
Si	0.007	0.002	-0.003
Si	-0.001	-0.015	-0.003
Si	0.012	-0.001	0.019
Si	0.009	0.006	0.003
Si	-0.02	0.022	-0.004
Si	-0.011	-0.014	-0.003
Si	-0.003	-0.004	0
Si	0.004	-0.013	0
Si	-0.017	0.006	-0.017
Si	-0.008	0.004	0.002
Si	0.046	-0.015	-0.016
Si	0.005	0.005	0.016
Si	-0.005	-0.011	0.003
